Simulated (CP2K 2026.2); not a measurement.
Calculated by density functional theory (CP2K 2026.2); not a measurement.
Periodic cell of 1047 atoms, Si736O311, from a study of silicon, its oxide and their interface. The atomic structure is a simulated model.
Doubt: the forces sum to 4.35 eV/angstrom along one axis rather than to zero, so they err by at least 0.0042 eV/angstrom per atom on average; the grid cutoff is modest.

Settings
functional: PBE
method: Gaussian and plane waves
basis set: DZVP-MOLOPT-SR-GTH
pseudopotentials: GTH-PBE
grid cutoff: 350 Ry, relative cutoff 50 Ry
k points: Gamma only
occupations: fixed
spin: none
net charge: 0

Cell vectors (angstrom)
a, 30.7742, 0, 0
b, 0, 15.3871, 0
c, 5.028, 4.1909, 39.2625

Atoms: element, x, y, z (angstrom)
Si, 31.8407, 4.2172, 31.1274
Si, 31.2476, 7.1892, 30.6565
Si, 31.8115, 12.3812, 31.0924
Si, 32.5264, 15.7883, 33.221
Si, 4.3798, 4.1522, 33.0661
Si, 5.2581, 8.0308, 31.1849
Si, 5.3025, 11.1287, 30.3633
Si, 5.6498, 16.0331, 30.6035
Si, 8.5954, 3.9173, 31.2245
Si, 8.308, 8.08, 31.1718
Si, 8.2712, 11.1502, 30.4183
Si, 8.6585, 16.127, 31.0459
Si, 13.455, 3.6364, 30.7283
Si, 13.2035, 7.9935, 31.1264
Si, 13.5824, 11.0158, 30.6748
Si, 12.875, 15.9827, 30.9485
Si, 5.5275, 3.8452, 30.933
Si, 4.3001, 8.0193, 33.2906
Si, 35.0036, 11.8987, 33.2162
Si, 34.9357, 15.6984, 33.3019
Si, 8.9748, 17.6099, 34.4818
Si, 9.5236, 7.9372, 33.1718
Si, 9.4782, 11.8908, 33.1418
Si, 9.5635, 15.7094, 33.166
Si, 11.9775, 4.194, 33.3934
Si, 11.9718, 7.925, 33.1459
Si, 12.5778, 13.7561, 34.3121
Si, 11.9843, 15.7273, 33.1276
Si, 17.2698, 4.1376, 33.2103
Si, 17.2724, 8.0224, 33.1009
Si, 17.2094, 11.9761, 33.2375
Si, 19.5749, 15.2744, 28.2325
Si, 4.8964, 6.0518, 34.4297
Si, 4.8635, 9.9763, 34.4668
Si, 4.8405, 13.7907, 34.4976
Si, 4.8736, 17.6573, 34.4398
Si, 8.9553, 6.0956, 34.5201
Si, 8.9267, 9.9206, 34.3732
Si, 8.933, 13.7992, 34.416
Si, 9.5636, 4.185, 33.3116
Si, 12.5496, 6.1245, 34.5696
Si, 12.532, 9.9011, 34.3779
Si, 11.9042, 11.7986, 33.0848
Si, 12.5674, 17.5914, 34.494
Si, 16.6356, 6.1108, 34.3833
Si, 16.6067, 9.9604, 34.3429
Si, 16.6342, 13.8708, 34.4877
Si, 16.664, 17.6925, 34.5604
Si, 33.8636, 6.0972, 35.9512
Si, 33.8054, 9.9772, 35.94
Si, 33.8122, 13.814, 35.9983
Si, 33.8509, 17.6662, 35.9656
Si, 6.9033, 6.0982, 35.6954
Si, 6.9137, 9.9481, 35.6612
Si, 6.9048, 13.8088, 35.6781
Si, 6.915, 17.6319, 35.6744
Si, 10.7385, 6.1251, 36.0328
Si, 10.7325, 9.9488, 35.892
Si, 10.7824, 13.7836, 35.8711
Si, 10.7632, 17.6216, 35.9938
Si, 14.6295, 6.1168, 35.6906
Si, 14.5813, 9.9418, 35.6156
Si, 14.5723, 13.8088, 35.65
Si, 14.6016, 17.6447, 35.724
Si, 33.8332, 4.1936, 37.294
Si, 33.8384, 8.0421, 37.2528
Si, 33.8083, 11.8798, 37.2905
Si, 33.8458, 15.7461, 37.2942
Si, 6.9109, 4.1697, 37.0813
Si, 6.8993, 8.0357, 37.0777
Si, 6.9158, 11.8738, 37.0618
Si, 6.9094, 15.7222, 37.0847
Si, 10.7593, 4.1724, 37.3004
Si, 10.7406, 8.0691, 37.291
Si, 10.7571, 11.8738, 37.2163
Si, 10.7707, 15.6788, 37.2643
Si, 14.6001, 4.1948, 37.0982
Si, 14.6119, 8.0485, 37.0689
Si, 14.5891, 11.8692, 37.0352
Si, 14.5935, 15.7102, 37.0913
Si, 5.0341, 4.1889, 38.5415
Si, 5.0218, 8.0478, 38.532
Si, 5.0281, 11.8803, 38.5214
Si, 5.0395, 15.7318, 38.5493
Si, 8.7828, 4.1757, 38.5445
Si, 8.7724, 8.0428, 38.5428
Si, 8.7965, 11.879, 38.5085
Si, 8.7969, 15.7059, 38.5254
Si, 12.7285, 4.1909, 38.5562
Si, 12.7262, 8.0455, 38.5286
Si, 12.717, 11.871, 38.5043
Si, 12.7236, 15.7104, 38.5484
Si, 16.4734, 4.1927, 38.5591
Si, 16.4747, 8.0479, 38.5402
Si, 16.4613, 11.8794, 38.5198
Si, 16.4754, 15.7207, 38.5488
Si, 30.7015, 1.9322, 11.578
Si, 30.7388, 5.8056, 11.581
Si, 30.722, 9.6248, 11.6027
Si, 30.7562, 13.4443, 11.6034
Si, 3.7669, 1.9085, 11.5388
Si, 3.7298, 5.7798, 11.5198
Si, 3.7868, 9.6248, 11.5264
Si, 3.7617, 13.4607, 11.5501
Si, 7.6067, 1.8791, 11.482
Si, 7.6317, 5.7423, 11.4536
Si, 7.6176, 9.6194, 11.4663
Si, 7.6386, 13.4533, 11.4995
Si, 11.5116, 1.8953, 11.5257
Si, 11.4922, 5.7354, 11.4991
Si, 11.5235, 9.6148, 11.4974
Si, 11.516, 13.4576, 11.5097
Si, 28.788, 1.964, 12.9671
Si, 28.7864, 5.8543, 12.895
Si, 28.7732, 9.629, 12.9621
Si, 28.7879, 13.4475, 12.8998
Si, 1.8509, 1.9162, 12.9293
Si, 1.8631, 5.7637, 12.995
Si, 1.9008, 9.6076, 12.9348
Si, 1.8996, 13.4798, 13.0149
Si, 5.7014, 1.866, 12.8693
Si, 5.6955, 5.8032, 12.7751
Si, 5.719, 9.6606, 12.8695
Si, 5.7102, 13.4136, 12.8557
Si, 9.5436, 1.8613, 12.7983
Si, 9.5483, 5.6774, 12.8044
Si, 9.5596, 9.6252, 12.7603
Si, 9.5757, 13.5035, 12.8333
Si, 28.8195, 15.3489, 14.2577
Si, 28.7627, 3.9796, 14.2767
Si, 28.7271, 7.7158, 14.3572
Si, 28.7305, 11.5571, 14.3162
Si, 1.8502, 15.4502, 14.3809
Si, 32.5624, 3.7944, 14.3455
Si, 1.8998, 7.7138, 14.3523
Si, 1.9648, 11.499, 14.3322
Si, 5.6754, 15.2887, 14.2236
Si, 5.6379, 3.8801, 14.0769
Si, 5.7285, 7.7115, 14.1498
Si, 5.7385, 11.5505, 14.3034
Si, 9.5462, 15.4074, 14.2412
Si, 9.4856, 3.7298, 14.1627
Si, 9.5735, 7.6613, 14.0212
Si, 9.5686, 11.5558, 14.0987
Si, 30.6406, 15.4641, 15.733
Si, 30.6161, 3.869, 15.7357
Si, 30.8332, 5.8059, 17.0662
Si, 30.7188, 11.5838, 15.533
Si, 3.8284, 15.3702, 15.6998
Si, 4.4049, 1.9383, 16.8943
Si, 2.5263, 9.2541, 18.5583
Si, 3.903, 11.4723, 15.7918
Si, 7.5841, 15.3367, 15.5925
Si, 7.9598, 5.8231, 16.6762
Si, 7.7086, 7.7374, 15.381
Si, 7.7326, 11.5784, 15.5654
Si, 11.5248, 15.3372, 15.5355
Si, 11.3297, 3.8207, 15.6291
Si, 10.7629, 9.5297, 16.8666
Si, 11.4193, 11.3863, 15.5106
Si, 29.9554, 1.9858, 17.0474
Si, 30.6978, 7.7123, 15.6827
Si, 30.6906, 9.7297, 16.912
Si, 31.0667, 13.4451, 16.9079
Si, 3.8046, 3.7769, 15.5399
Si, 4.0107, 5.6734, 16.863
Si, 3.9294, 7.6806, 15.6279
Si, 3.4841, 13.444, 17.0602
Si, 6.8259, 1.8893, 16.6412
Si, 7.5102, 3.8424, 15.4391
Si, 8.2872, 9.6133, 16.6974
Si, 8.0614, 13.4781, 16.9826
Si, 10.3174, 2.4218, 19.3973
Si, 10.4168, 5.7015, 16.8392
Si, 11.2718, 7.5916, 15.6203
Si, 11.8618, 13.1307, 19.6275
Si, 30.0129, 14.1793, 19.6409
Si, 14.1045, 6.1519, 18.8542
Si, 6.5352, 9.5665, 18.2111
Si, 31.0607, 17.1419, 19.155
Si, 3.4759, 17.3315, 19.1309
Si, 32.9114, 6.0983, 18.2266
Si, 4.3387, 9.5064, 17.0991
Si, 4.2987, 14.452, 19.856
Si, 7.3956, 2.7035, 18.6584
Si, 6.0304, 5.5121, 18.0785
Si, 5.2771, 9.5302, 22.1829
Si, 7.1579, 13.9876, 20.0298
Si, 11.9908, 1.8677, 16.8084
Si, 11.488, 5.1201, 19.714
Si, 12.9876, 9.065, 18.8598
Si, 11.2109, 13.3363, 16.7318
Si, 9.8109, 12.2368, 28.1251
Si, 12.1928, 12.2334, 26.1939
Si, 31.8699, 14.0358, 24.3279
Si, 30.9884, 12.3233, 22.0544
Si, 7.2711, 5.4409, 22.1423
Si, 31.7462, 5.6905, 20.8392
Si, 3.893, 14.096, 22.7982
Si, 5.8337, 2.9105, 20.9481
Si, 6.0954, 7.4607, 20.3235
Si, 4.7986, 9.3759, 25.1399
Si, 6.2805, 5.328, 25.1159
Si, 15.8147, 16.93, 24.2485
Si, 10.4119, 5.8455, 22.4133
Si, 10.1984, 10.9979, 21.0908
Si, 9.9085, 15.1467, 20.872
Si, 8.2131, 13.0348, 25.6689
Si, 10.2854, 11.3936, 24.0356
Si, 31.3996, 15.4142, 31.1607
Si, 14.8181, 3.0966, 21.7983
Si, 11.0288, 8.8417, 22.8861
Si, 7.5066, 2.8936, 26.7121
Si, 13.8571, 9.4399, 21.9088
Si, 17.9243, 2.7986, 25.9696
Si, 5.1445, 12.54, 25.0372
Si, 12.1546, 3.4031, 23.3379
Si, 31.7487, 8.8893, 28.0951
Si, 33.4643, 13.2034, 26.8009
Si, 9.5604, 4.4975, 28.3956
Si, 8.2067, 15.977, 24.7514
Si, 4.8491, 17.3568, 26.4964
Si, 5.4946, 16.6286, 23.5747
Si, 13.4149, 17.9567, 25.9797
Si, 7.1762, 11.171, 20.5909
Si, 11.9452, 15.3139, 26.2939
Si, 10.7674, 16.1412, 23.441
Si, 34.0426, 5.7519, 26.2521
Si, 13.8549, 10.2764, 27.6929
Si, 16.6131, 8.1021, 22.3684
Si, 17.7045, 9.8541, 21.3051
Si, 12.1789, 7.7364, 28.1644
Si, 33.543, 11.0321, 28.7809
Si, 32.4801, 17.4216, 29.149
Si, 9.209, 7.4774, 28.2484
Si, 10.7016, 14.9496, 28.9955
Si, 6.6434, 7.6183, 26.9389
Si, 4.7297, 6.1059, 28.9356
Si, 32.989, 7.712, 25.5367
Si, 12.5995, 4.6948, 27.9965
Si, 16.549, 4.0413, 30.9643
Si, 15.9919, 7.0565, 30.4612
Si, 16.3904, 12.3498, 31.0825
Si, 17.3121, 15.8262, 33.3205
Si, 19.662, 4.1811, 33.2521
Si, 20.6615, 8.0117, 31.0832
Si, 20.6465, 11.1449, 30.3659
Si, 21.2244, 16.1075, 30.5044
Si, 24.1525, 3.6065, 31.3082
Si, 23.7218, 8.1626, 31.1505
Si, 23.6267, 11.2675, 30.4016
Si, 24.2101, 16.5966, 31.179
Si, 28.816, 3.5206, 30.8027
Si, 28.5242, 8.1177, 31.2568
Si, 28.9352, 11.1165, 30.7299
Si, 28.3383, 15.87, 31.2852
Si, 21.1616, 3.8327, 30.513
Si, 19.6825, 8.0048, 33.2059
Si, 19.6128, 11.9008, 33.2393
Si, 19.731, 15.7534, 33.3207
Si, 24.3647, 17.6619, 34.6704
Si, 24.8553, 8.0083, 33.2039
Si, 24.8407, 11.9479, 33.1775
Si, 24.9083, 15.8288, 33.2958
Si, 27.3141, 4.2039, 33.416
Si, 27.2812, 8.0096, 33.2258
Si, 27.9292, 13.7997, 34.437
Si, 27.3044, 15.7989, 33.3529
Si, 32.7362, 4.2067, 33.2423
Si, 32.6695, 8.0585, 33.2154
Si, 32.5895, 11.9543, 33.249
Si, 3.8967, 15.418, 28.3392
Si, 20.2594, 6.1093, 34.4782
Si, 20.2409, 9.9519, 34.4403
Si, 20.2797, 13.7982, 34.4963
Si, 20.3094, 17.6834, 34.5354
Si, 24.3045, 6.1388, 34.5299
Si, 24.2873, 9.9796, 34.421
Si, 24.2954, 13.8533, 34.4555
Si, 24.9174, 4.174, 33.423
Si, 27.9322, 6.1555, 34.547
Si, 27.8896, 9.9669, 34.4442
Si, 27.2694, 11.8813, 33.1701
Si, 27.9477, 17.6719, 34.6151
Si, 32.0565, 6.1281, 34.4555
Si, 31.9932, 9.9857, 34.42
Si, 31.9996, 13.8606, 34.5076
Si, 32.0337, 17.7008, 34.4839
Si, 18.4212, 6.1226, 35.9382
Si, 18.4007, 9.9618, 35.9017
Si, 18.4516, 13.839, 35.9771
Si, 18.485, 17.6845, 36.0254
Si, 22.2728, 6.1336, 35.737
Si, 22.2717, 9.9663, 35.6844
Si, 22.2957, 13.8214, 35.7331
Si, 22.3052, 17.6716, 35.8047
Si, 26.1174, 6.1525, 36.0298
Si, 26.0908, 9.9949, 35.9481
Si, 26.1234, 13.8097, 35.949
Si, 26.1665, 17.6714, 36.1321
Si, 30.0085, 6.1343, 35.7021
Si, 29.9523, 9.9696, 35.6615
Si, 29.9547, 13.8203, 35.6998
Si, 30.0145, 17.683, 35.7464
Si, 18.4468, 4.2296, 37.3106
Si, 18.4274, 8.0536, 37.2534
Si, 18.4261, 11.8809, 37.2524
Si, 18.4647, 15.7439, 37.3173
Si, 22.2916, 4.224, 37.1535
Si, 22.28, 8.0633, 37.1131
Si, 22.2894, 11.8819, 37.0992
Si, 22.2906, 15.7283, 37.1529
Si, 26.1399, 4.2417, 37.37
Si, 26.1186, 8.0883, 37.3089
Si, 26.1122, 11.902, 37.2849
Si, 26.1523, 15.6993, 37.3439
Si, 29.9929, 4.2232, 37.1222
Si, 29.9889, 8.0616, 37.0877
Si, 29.9637, 11.8879, 37.081
Si, 29.991, 15.7373, 37.114
Si, 20.4079, 4.2213, 38.5852
Si, 20.3891, 8.0565, 38.5429
Si, 20.3951, 11.8835, 38.5346
Si, 20.4179, 15.7323, 38.5956
Si, 24.1642, 4.2195, 38.6074
Si, 24.1564, 8.0631, 38.5741
Si, 24.1574, 11.8917, 38.5647
Si, 24.1758, 15.7252, 38.5914
Si, 28.1246, 4.2259, 38.5932
Si, 28.1049, 8.0647, 38.5501
Si, 28.0908, 11.8942, 38.5453
Si, 28.1244, 15.7299, 38.5876
Si, 31.8709, 4.2064, 38.5654
Si, 31.8716, 8.0491, 38.5348
Si, 31.8407, 11.8859, 38.5493
Si, 31.8735, 15.7367, 38.5571
Si, 15.3214, 1.9216, 11.5906
Si, 15.3374, 5.7741, 11.5925
Si, 15.3425, 9.5939, 11.5856
Si, 15.3957, 13.4492, 11.6095
Si, 19.1791, 1.9112, 11.6099
Si, 19.167, 5.7718, 11.6228
Si, 19.2084, 9.6453, 11.5702
Si, 19.2221, 13.5039, 11.6651
Si, 23.0199, 1.9263, 11.5206
Si, 23.017, 5.7804, 11.5323
Si, 23.023, 9.6711, 11.5024
Si, 23.0476, 13.5015, 11.5885
Si, 26.9445, 1.9321, 11.4899
Si, 26.8965, 5.8173, 11.4954
Si, 26.9213, 9.6443, 11.4974
Si, 26.8844, 13.4934, 11.5307
Si, 13.3959, 1.9258, 12.9584
Si, 13.3801, 5.7734, 12.9099
Si, 13.4014, 9.556, 12.9411
Si, 13.4279, 13.3849, 12.8912
Si, 17.2349, 1.9088, 12.9689
Si, 17.2283, 5.7487, 13.0085
Si, 17.2868, 9.6187, 12.9239
Si, 17.3002, 13.5264, 13.0508
Si, 21.1301, 1.8884, 12.9398
Si, 21.1239, 5.8025, 12.9461
Si, 21.1434, 9.7072, 12.9231
Si, 21.1759, 13.5087, 13.0376
Si, 25.0027, 1.908, 12.768
Si, 24.9715, 5.8025, 12.828
Si, 24.9768, 9.6888, 12.7806
Si, 24.9869, 13.5188, 12.9269
Si, 13.4454, 15.3031, 14.2142
Si, 13.3194, 3.9019, 14.313
Si, 13.3174, 7.6413, 14.351
Si, 13.4364, 11.4688, 14.2942
Si, 17.2739, 15.4771, 14.468
Si, 17.1407, 3.7881, 14.3714
Si, 17.253, 7.7181, 14.3204
Si, 17.3465, 11.523, 14.3052
Si, 21.2212, 15.4304, 14.4413
Si, 21.0718, 3.8237, 14.2515
Si, 21.1381, 7.7866, 14.2498
Si, 21.2207, 11.5763, 14.3973
Si, 25.0103, 15.4867, 14.2459
Si, 25.0296, 3.8107, 14.0747
Si, 24.9163, 7.7859, 14.0963
Si, 25.0025, 11.5452, 14.2069
Si, 15.2298, 15.3769, 15.7634
Si, 15.1834, 3.7723, 15.7784
Si, 15.4721, 5.7527, 17.0065
Si, 15.4017, 11.5009, 15.6213
Si, 19.2929, 15.51, 15.8202
Si, 19.4865, 2.0983, 17.1782
Si, 17.3394, 9.2524, 18.3045
Si, 19.2717, 11.5604, 15.7202
Si, 23.2265, 15.5067, 15.7811
Si, 23.4288, 5.7957, 16.5552
Si, 23.0868, 7.8523, 15.5609
Si, 23.2098, 11.5315, 15.7161
Si, 26.9207, 15.3967, 15.6224
Si, 26.8193, 3.9103, 15.6106
Si, 26.1237, 9.5757, 17.0221
Si, 26.7997, 11.503, 15.7266
Si, 14.4203, 1.8548, 17.0236
Si, 15.2908, 7.6728, 15.654
Si, 15.3845, 9.6184, 17.0025
Si, 15.6928, 13.3827, 16.996
Si, 19.1282, 3.8324, 15.6268
Si, 19.4324, 5.7755, 16.8588
Si, 19.2453, 7.7532, 15.6113
Si, 18.9006, 13.5009, 17.0211
Si, 23.4782, 2.1716, 17.0432
Si, 23.1265, 3.8251, 15.383
Si, 23.6166, 9.6055, 17.1268
Si, 23.9219, 13.4974, 16.8733
Si, 25.5963, 2.2597, 18.3543
Si, 25.8519, 5.8304, 16.7537
Si, 26.6744, 7.7368, 15.61
Si, 26.9964, 13.6835, 19.2539
Si, 14.7708, 13.8102, 19.9163
Si, 29.3723, 6.0246, 18.9035
Si, 21.9125, 9.8729, 18.9449
Si, 15.1514, 16.9279, 19.2582
Si, 18.2518, 17.1376, 19.1761
Si, 17.5178, 6.0724, 18.1906
Si, 19.2914, 9.6241, 17.0625
Si, 19.4944, 14.4459, 19.7717
Si, 21.5449, 2.9077, 18.1839
Si, 21.5345, 5.3309, 17.8796
Si, 20.6904, 8.8363, 21.6081
Si, 22.2896, 15.0821, 20.7584
Si, 27.412, 1.9672, 16.8564
Si, 26.6424, 5.0264, 19.4785
Si, 28.4011, 9.0193, 18.906
Si, 26.3773, 13.4874, 16.9381
Si, 25.0546, 12.6406, 28.1583
Si, 27.5459, 12.4529, 26.2775
Si, 16.478, 13.9278, 24.3186
Si, 15.7107, 11.9711, 22.2372
Si, 23.4312, 4.891, 22.4917
Si, 16.3609, 5.5922, 20.7872
Si, 19.2011, 14.0636, 22.6881
Si, 20.3479, 3.1087, 20.9283
Si, 21.2217, 5.9839, 20.792
Si, 20.6666, 9.4866, 24.6583
Si, 22.1712, 5.0204, 25.2155
Si, 31.3737, 17.0737, 24.3452
Si, 26.1853, 6.1398, 22.4511
Si, 25.7627, 11.5771, 21.0008
Si, 25.0232, 16.0253, 19.9298
Si, 23.5765, 13.3518, 25.5285
Si, 25.6398, 11.6962, 23.978
Si, 15.9497, 15.3915, 30.605
Si, 30.5538, 3.1609, 21.8601
Si, 26.49, 9.3057, 22.6752
Si, 23.3351, 18.0575, 26.8589
Si, 29.3239, 9.6045, 21.9252
Si, 32.9243, 3.074, 26.4272
Si, 20.6692, 12.5747, 24.8872
Si, 27.7289, 3.8406, 23.235
Si, 16.5912, 8.7921, 27.9371
Si, 18.1432, 13.0986, 26.7699
Si, 25.0417, 4.3959, 28.5991
Si, 25.0948, 17.7733, 22.4356
Si, 20.7565, 16.8144, 26.1004
Si, 21.0226, 16.4641, 23.041
Si, 28.8461, 18.102, 25.8108
Si, 23.0829, 12.5092, 19.7038
Si, 27.4456, 15.4741, 26.4884
Si, 24.8827, 16.1155, 25.0749
Si, 19.1484, 5.4595, 26.09
Si, 29.1226, 10.3833, 27.7801
Si, 31.8571, 8.0472, 22.7041
Si, 33.3648, 10.4788, 21.5209
Si, 27.6475, 7.7348, 28.2545
Si, 18.1327, 11.0248, 28.8166
Si, 17.3416, 17.314, 28.8179
Si, 24.6616, 7.3874, 28.2897
Si, 26.2451, 15.1519, 29.3358
Si, 22.2834, 7.6165, 26.6613
Si, 20.3067, 6.1645, 28.7022
Si, 17.9716, 8.1241, 25.1733
Si, 28.0512, 4.6829, 28.011
Si, 30.7636, 13.465, 0.6436
Si, 30.7603, 1.9301, 0.6302
Si, 30.757, 5.7768, 0.6343
Si, 30.7604, 9.6087, 0.632
Si, 3.7751, 13.443, 0.6297
Si, 3.7676, 1.9193, 0.6312
Si, 3.7657, 5.7773, 0.6312
Si, 3.7718, 9.5991, 0.6273
Si, 7.684, 13.4524, 0.6412
Si, 7.6791, 1.9319, 0.6388
Si, 7.6832, 5.7727, 0.6315
Si, 7.6824, 9.5913, 0.6328
Si, 11.4615, 13.4575, 0.6491
Si, 11.4568, 1.9327, 0.6466
Si, 11.4589, 5.777, 0.6412
Si, 11.4599, 9.6032, 0.6404
Si, 15.3719, 13.4791, 0.6699
Si, 15.3656, 1.9547, 0.6667
Si, 15.3618, 5.7812, 0.6503
Si, 15.3657, 9.6034, 0.6616
Si, 19.1563, 13.4713, 0.6747
Si, 19.1501, 1.9557, 0.6833
Si, 19.1473, 5.7879, 0.6731
Si, 19.1482, 9.6131, 0.6789
Si, 23.0694, 13.4786, 0.6683
Si, 23.0713, 1.9617, 0.6725
Si, 23.0627, 5.7886, 0.6584
Si, 23.0705, 9.6126, 0.6707
Si, 26.8449, 13.472, 0.6544
Si, 26.8502, 1.9441, 0.651
Si, 26.8427, 5.7742, 0.6477
Si, 26.8447, 9.6191, 0.6504
Si, 1.8839, 13.4573, 2.0236
Si, 1.8763, 1.9259, 2.0207
Si, 1.8747, 5.776, 2.0233
Si, 1.8793, 9.6078, 2.0181
Si, 5.7251, 13.455, 1.9679
Si, 5.7204, 1.9224, 1.9671
Si, 5.723, 5.7662, 1.9634
Si, 5.7245, 9.6029, 1.9653
Si, 9.5713, 13.4555, 2.0388
Si, 9.567, 1.9263, 2.0366
Si, 9.5693, 5.7711, 2.0339
Si, 9.5698, 9.603, 2.0326
Si, 13.4145, 13.464, 1.9906
Si, 13.4093, 1.9334, 1.9898
Si, 13.4115, 5.7759, 1.9854
Si, 13.411, 9.6076, 1.9872
Si, 17.2631, 13.4725, 2.06
Si, 17.2556, 1.9472, 2.0613
Si, 17.2514, 5.7829, 2.0526
Si, 17.2544, 9.6139, 2.0592
Si, 21.1128, 13.4782, 2.0005
Si, 21.1121, 1.9475, 2.003
Si, 21.1083, 5.7841, 1.9984
Si, 21.1101, 9.6218, 2.0014
Si, 24.9599, 13.4767, 2.0563
Si, 24.9648, 1.9486, 2.0546
Si, 24.9558, 5.7824, 2.0498
Si, 24.9616, 9.6216, 2.0563
Si, 28.8054, 13.4705, 1.9758
Si, 28.8089, 1.9356, 1.9736
Si, 28.8023, 5.7792, 1.9731
Si, 28.8062, 9.617, 1.9715
Si, 1.8766, 15.3869, 3.3694
Si, 1.8751, 3.8493, 3.3722
Si, 1.8742, 7.6942, 3.3796
Si, 1.8778, 11.5325, 3.3694
Si, 5.7199, 15.3823, 3.3352
Si, 5.718, 3.8443, 3.3392
Si, 5.7213, 7.6843, 3.3416
Si, 5.7238, 11.5304, 3.3353
Si, 9.5706, 15.3844, 3.3863
Si, 9.5689, 3.8471, 3.3904
Si, 9.572, 7.6879, 3.3958
Si, 9.5718, 11.5285, 3.3868
Si, 13.4198, 15.3913, 3.3556
Si, 13.4159, 3.8533, 3.3611
Si, 13.4193, 7.6911, 3.3654
Si, 13.421, 11.5357, 3.3546
Si, 17.2644, 15.4015, 3.4024
Si, 17.2603, 3.8645, 3.4125
Si, 17.2606, 7.698, 3.4151
Si, 17.2611, 11.5432, 3.4043
Si, 21.1101, 15.4049, 3.3665
Si, 21.1081, 3.8649, 3.3751
Si, 21.1093, 7.703, 3.3746
Si, 21.1084, 11.5516, 3.3658
Si, 24.9596, 15.4062, 3.4025
Si, 24.9584, 3.8651, 3.4119
Si, 24.9579, 7.7024, 3.4109
Si, 24.9556, 11.5497, 3.4045
Si, 28.8043, 15.3973, 3.3423
Si, 28.8044, 3.8572, 3.3463
Si, 28.8009, 7.6994, 3.3474
Si, 28.8023, 11.5443, 3.3398
Si, 30.7208, 15.3934, 4.7159
Si, 30.7208, 3.853, 4.7202
Si, 30.7171, 7.6993, 4.7217
Si, 30.7203, 11.5433, 4.7111
Si, 3.8023, 15.385, 4.7155
Si, 3.8007, 3.8449, 4.7198
Si, 3.8046, 7.689, 4.7216
Si, 3.8056, 11.5348, 4.7139
Si, 7.6317, 15.3808, 4.7199
Si, 7.6304, 3.841, 4.7244
Si, 7.6319, 7.6853, 4.7287
Si, 7.6341, 11.5309, 4.7221
Si, 11.5063, 15.3841, 4.7309
Si, 11.5025, 3.8441, 4.7372
Si, 11.506, 7.6873, 4.7415
Si, 11.5074, 11.5326, 4.7307
Si, 15.3349, 15.3922, 4.7425
Si, 15.3301, 3.8526, 4.7505
Si, 15.3321, 7.6954, 4.7561
Si, 15.3329, 11.5387, 4.746
Si, 19.1937, 15.4025, 4.7479
Si, 19.1924, 3.8594, 4.756
Si, 19.1947, 7.7025, 4.7568
Si, 19.1932, 11.5495, 4.7481
Si, 23.0243, 15.4063, 4.7456
Si, 23.0223, 3.8631, 4.7532
Si, 23.0217, 7.7076, 4.7556
Si, 23.0203, 11.5542, 4.747
Si, 26.898, 15.4035, 4.7365
Si, 26.8982, 3.8609, 4.743
Si, 26.8952, 7.706, 4.7437
Si, 26.8954, 11.5499, 4.7347
Si, 30.7281, 13.467, 6.0703
Si, 30.7223, 1.9284, 6.0802
Si, 30.7264, 5.7762, 6.0805
Si, 30.718, 9.6268, 6.0763
Si, 3.7892, 13.4596, 6.0746
Si, 3.7864, 1.919, 6.0799
Si, 3.7898, 5.7664, 6.0839
Si, 3.7983, 9.6155, 6.0787
Si, 7.6369, 13.4568, 6.081
Si, 7.6326, 1.9145, 6.0842
Si, 7.6345, 5.7606, 6.0898
Si, 7.6336, 9.6108, 6.0877
Si, 11.5088, 13.4579, 6.0894
Si, 11.5075, 1.9163, 6.0956
Si, 11.502, 5.7627, 6.1021
Si, 11.5136, 9.6139, 6.0982
Si, 15.3466, 13.4662, 6.1015
Si, 15.3498, 1.9249, 6.109
Si, 15.3429, 5.7709, 6.1171
Si, 15.3474, 9.6204, 6.1173
Si, 19.1826, 13.4767, 6.1071
Si, 19.1866, 1.9332, 6.1179
Si, 19.1862, 5.7797, 6.1193
Si, 19.1925, 9.6297, 6.1163
Si, 23.0259, 13.4815, 6.1047
Si, 23.0236, 1.9389, 6.1144
Si, 23.0232, 5.7836, 6.1171
Si, 23.0171, 9.6358, 6.1152
Si, 26.8948, 13.4766, 6.0932
Si, 26.8941, 1.9361, 6.1063
Si, 26.8913, 5.7841, 6.1059
Si, 26.889, 9.6328, 6.1048
Si, 1.8649, 13.4661, 7.4457
Si, 1.8623, 1.9221, 7.4506
Si, 1.8662, 5.7727, 7.4534
Si, 1.8667, 9.6247, 7.4323
Si, 5.7056, 13.4557, 7.4331
Si, 5.7022, 1.9133, 7.4403
Si, 5.7061, 5.7596, 7.444
Si, 5.7088, 9.6138, 7.451
Si, 9.5737, 13.4564, 7.432
Si, 9.5688, 1.9069, 7.4341
Si, 9.5662, 5.7548, 7.4458
Si, 9.5728, 9.6098, 7.4309
Si, 13.4313, 13.4583, 7.4593
Si, 13.4323, 1.9148, 7.4648
Si, 13.4229, 5.7625, 7.4708
Si, 13.4305, 9.6162, 7.4785
Si, 17.2629, 13.4707, 7.4816
Si, 17.2672, 1.9253, 7.4915
Si, 17.2667, 5.7709, 7.4893
Si, 17.2748, 9.6259, 7.4866
Si, 21.1005, 13.4836, 7.4669
Si, 21.1023, 1.9345, 7.4847
Si, 21.1012, 5.7817, 7.4836
Si, 21.1007, 9.6393, 7.4948
Si, 24.9641, 13.485, 7.4485
Si, 24.9598, 1.9403, 7.4593
Si, 24.9584, 5.7862, 7.4618
Si, 24.9528, 9.6419, 7.4566
Si, 28.8238, 13.4696, 7.446
Si, 28.8208, 1.9324, 7.4663
Si, 28.8206, 5.7849, 7.4557
Si, 28.8164, 9.6374, 7.4623
Si, 1.8544, 15.3853, 8.8195
Si, 1.8556, 3.8453, 8.8178
Si, 1.8577, 7.7116, 8.802
Si, 1.8588, 11.5389, 8.8056
Si, 5.6918, 15.3733, 8.793
Si, 5.6901, 3.8337, 8.7991
Si, 5.6982, 7.6819, 8.7994
Si, 5.6984, 11.5448, 8.8038
Si, 9.575, 15.3731, 8.8003
Si, 9.5693, 3.8219, 8.7997
Si, 9.5723, 7.689, 8.7914
Si, 9.5787, 11.532, 8.7886
Si, 13.4454, 15.3755, 8.821
Si, 13.4379, 3.8345, 8.825
Si, 13.4311, 7.6837, 8.8295
Si, 13.4512, 11.547, 8.8324
Si, 17.2657, 15.3861, 8.8629
Si, 17.2699, 3.8478, 8.8639
Si, 17.275, 7.6992, 8.8511
Si, 17.2797, 11.5513, 8.8566
Si, 21.0974, 15.3942, 8.8414
Si, 21.0902, 3.8579, 8.8447
Si, 21.0954, 7.704, 8.8433
Si, 21.0959, 11.5793, 8.8455
Si, 24.9619, 15.4029, 8.8195
Si, 24.96, 3.862, 8.8252
Si, 24.9496, 7.7182, 8.8141
Si, 24.9597, 11.5693, 8.8175
Si, 28.8357, 15.382, 8.8122
Si, 28.8273, 3.8663, 8.8172
Si, 28.8289, 7.7103, 8.8121
Si, 28.828, 11.563, 8.8247
Si, 30.7272, 15.3783, 10.2241
Si, 30.7265, 3.864, 10.2162
Si, 30.7351, 7.7176, 10.204
Si, 30.7396, 11.5402, 10.213
Si, 3.7753, 15.3768, 10.174
Si, 3.7722, 3.8398, 10.1783
Si, 3.7703, 7.7019, 10.1621
Si, 3.769, 11.5473, 10.1708
Si, 7.6236, 15.3595, 10.1255
Si, 7.6226, 3.8098, 10.1298
Si, 7.6348, 7.6837, 10.1284
Si, 7.642, 11.5425, 10.1281
Si, 11.5165, 15.3754, 10.1533
Si, 11.5049, 3.8138, 10.1551
Si, 11.495, 7.6767, 10.1603
Si, 11.5089, 11.5382, 10.1494
Si, 15.3416, 15.3748, 10.2315
Si, 15.3421, 3.8457, 10.2235
Si, 15.3497, 7.6844, 10.2077
Si, 15.3648, 11.5333, 10.2283
Si, 19.1902, 15.3873, 10.2349
Si, 19.1869, 3.849, 10.2466
Si, 19.1882, 7.6954, 10.2348
Si, 19.1923, 11.5895, 10.2456
Si, 23.0297, 15.3916, 10.1797
Si, 23.0225, 3.8586, 10.1769
Si, 23.0238, 7.7156, 10.1833
Si, 23.0304, 11.6002, 10.1793
Si, 26.911, 15.395, 10.149
Si, 26.9044, 3.8739, 10.1623
Si, 26.8958, 7.7265, 10.1392
Si, 26.8973, 11.5753, 10.1634
O, 32.194, 8.0624, 31.6349
O, 7.0383, 4.3866, 31.2363
O, 6.7956, 7.4659, 31.2593
O, 4.7618, 11.931, 31.6588
O, 8.8837, 12.068, 31.6064
O, 4.65, 15.5432, 31.7561
O, 7.1507, 15.5501, 30.9421
O, 12.6836, 4.364, 31.9302
O, 30.3519, 3.5904, 31.2858
O, 14.471, 6.9747, 31.0391
O, 12.3158, 11.6302, 31.4811
O, 14.832, 11.9291, 31.084
O, 29.8279, 15.2861, 31.5502
O, 32.6295, 2.2482, 19.0679
O, 29.3826, 9.7921, 17.8821
O, 32.0164, 9.9231, 17.8331
O, 30.2675, 13.2764, 18.3199
O, 32.647, 13.4586, 17.3217
O, 17.2757, 10.0412, 19.737
O, 5.8411, 14.9062, 20.0113
O, 4.1512, 13.4814, 18.5604
O, 8.9793, 3.0498, 18.7279
O, 7.4507, 13.5681, 18.4882
O, 9.6678, 13.4691, 17.2475
O, 11.2777, 17.1539, 18.2846
O, 13.0489, 5.0082, 19.3152
O, 10.6934, 5.7016, 18.4471
O, 11.4887, 9.454, 18.3579
O, 6.3909, 10.8547, 19.2042
O, 12.1544, 13.0991, 18.0383
O, 28.4031, 14.4266, 19.6405
O, 32.7152, 3.3158, 30.0996
O, 31.8159, 5.698, 30.4735
O, 33.1857, 9.4653, 28.5877
O, 32.6595, 11.5554, 30.0121
O, 4.0653, 13.2519, 25.9814
O, 31.4297, 16.4307, 29.8818
O, 33.8603, 16.6108, 29.054
O, 17.078, 17.8591, 27.3169
O, 4.386, 7.1406, 30.1363
O, 5.7212, 17.7111, 22.4294
O, 4.3248, 11.3337, 29.0951
O, 5.3114, 9.5493, 30.6547
O, 5.5672, 17.6548, 30.5292
O, 9.4357, 4.5794, 30.0062
O, 34.3086, 5.9459, 27.8609
O, 9.0529, 7.525, 29.8537
O, 8.1409, 9.6734, 31.0133
O, 9.2223, 11.1036, 29.1123
O, 8.5808, 17.7253, 30.9505
O, 9.4997, 15.7041, 29.7373
O, 12.6023, 6.2699, 27.6005
O, 13.223, 4.593, 29.47
O, 12.3199, 7.7923, 29.7807
O, 8.6117, 12.8233, 27.2171
O, 13.3758, 10.9949, 29.0741
O, 13.0833, 8.871, 27.4761
O, 12.8424, 17.5477, 30.5069
O, 12.0858, 15.1936, 29.7838
O, 11.0098, 11.7072, 27.1842
O, 30.3611, 2.5924, 20.3584
O, 13.2065, 7.4821, 18.6204
O, 30.3177, 6.1416, 20.2192
O, 32.4949, 11.8266, 21.6913
O, 13.2779, 9.3956, 20.3999
O, 4.3579, 2.8454, 20.2016
O, 5.9991, 6.7229, 28.1307
O, 32.7545, 5.2719, 19.6377
O, 32.9909, 7.666, 18.7177
O, 3.4491, 15.7921, 19.6352
O, 3.8186, 13.7464, 21.2215
O, 6.4142, 4.0117, 18.5665
O, 6.8957, 17.4378, 20.0577
O, 5.474, 6.2809, 19.4243
O, 6.8145, 12.6931, 20.9328
O, 8.3669, 14.7164, 20.7812
O, 10.5859, 14.9816, 22.3297
O, 11.126, 6.0614, 20.9686
O, 8.5501, 3.3898, 27.8194
O, 11.0517, 3.6326, 20.1463
O, 10.5567, 7.3085, 23.1113
O, 11.3153, 11.7041, 20.1581
O, 10.7427, 14.2571, 19.8433
O, 31.1562, 15.4833, 24.4437
O, 17.2907, 17.4034, 24.7093
O, 32.3577, 6.9019, 21.6925
O, 15.8984, 4.2614, 21.5476
O, 10.4116, 13.376, 29.08
O, 4.8783, 13.0486, 23.5302
O, 14.4761, 10.9201, 22.1539
O, 33.6727, 14.1783, 28.0863
O, 9.1476, 5.9295, 27.7845
O, 5.0629, 17.4367, 24.9045
O, 31.9459, 8.081, 26.7246
O, 10.7971, 15.4161, 27.4428
O, 6.4546, 5.3762, 23.5253
O, 9.2884, 16.6738, 23.7875
O, 4.9322, 10.9621, 25.1775
O, 7.1192, 4.0586, 25.6608
O, 13.4942, 11.3145, 26.5
O, 14.3865, 2.4253, 20.3881
O, 12.3532, 3.1545, 24.9187
O, 12.6414, 9.0497, 22.906
O, 10.5182, 9.4493, 21.4566
O, 33.2038, 14.0926, 23.4443
O, 9.9452, 16.6981, 20.4692
O, 10.1568, 11.8371, 22.4807
O, 8.6889, 14.5085, 25.2075
O, 8.9633, 11.8986, 24.8015
O, 3.6767, 2.9668, 26.9243
O, 8.0965, 16.9663, 26.0087
O, 15.4309, 9.9131, 27.7266
O, 8.7683, 11.0348, 20.3407
O, 6.8272, 15.8055, 23.9443
O, 15.5138, 17.3612, 22.7278
O, 13.8607, 9.4889, 31.1398
O, 15.0202, 8.3544, 22.1647
O, 11.6278, 12.0313, 24.6885
O, 33.1679, 11.7405, 27.3867
O, 6.1182, 17.8103, 27.3855
O, 4.4235, 15.8542, 26.8738
O, 14.8146, 17.7085, 25.2395
O, 11.0773, 4.1342, 27.9764
O, 4.4019, 15.6057, 23.023
O, 10.6376, 8.0714, 27.812
O, 8.0036, 8.2759, 27.5183
O, 5.1908, 15.2186, 29.2787
O, 11.5857, 17.3741, 22.7944
O, 6.9877, 6.6515, 25.7021
O, 28.9046, 3.8785, 26.9146
O, 16.8462, 7.9673, 31.5022
O, 16.7946, 16.1043, 31.7831
O, 22.6295, 4.15, 31.099
O, 20.0978, 4.2122, 31.6674
O, 22.2211, 7.52, 31.2041
O, 20.0937, 11.911, 31.6725
O, 22.1152, 11.7265, 30.0624
O, 20.3402, 15.7689, 31.8055
O, 22.7981, 15.8722, 30.7812
O, 24.249, 12.1057, 31.6422
O, 27.8532, 4.2343, 31.8703
O, 15.0272, 3.4726, 31.0237
O, 29.7694, 7.069, 31.3247
O, 27.7291, 11.7787, 31.5809
O, 30.2481, 11.9977, 30.9763
O, 14.3852, 15.405, 30.9737
O, 16.677, 2.0932, 19.169
O, 14.0433, 9.8642, 17.9334
O, 15.0079, 13.159, 18.4544
O, 17.2951, 13.4697, 17.3149
O, 2.6092, 9.9769, 19.9959
O, 20.88, 15.2616, 19.9814
O, 19.6214, 13.4522, 18.4989
O, 20.5773, 9.5141, 18.0981
O, 23.4076, 13.4308, 18.4257
O, 28.2479, 4.8737, 19.2225
O, 26.0946, 6.0424, 18.3573
O, 26.8922, 9.4534, 18.488
O, 21.939, 11.4708, 19.2504
O, 13.2329, 13.5587, 20.3511
O, 17.3876, 18.5171, 29.9039
O, 16.5741, 5.5581, 30.3869
O, 17.9173, 9.4424, 28.6044
O, 17.2153, 11.4215, 30.0689
O, 19.4386, 12.8266, 25.8757
O, 16.4712, 13.8698, 30.5147
O, 16.2068, 16.2336, 29.2467
O, 18.7703, 16.5706, 28.7642
O, 32.8297, 4.6516, 26.0673
O, 20.6644, 9.5496, 30.5854
O, 20.7486, 2.5151, 22.3708
O, 19.6719, 11.4157, 29.1092
O, 21.0346, 17.6666, 30.113
O, 25.1384, 4.3375, 30.2122
O, 20.6281, 4.9079, 25.6958
O, 24.5165, 7.566, 29.8851
O, 23.5782, 9.7428, 30.8821
O, 24.4843, 11.4173, 29.0422
O, 25.3374, 16.2747, 30.0462
O, 28.1729, 6.2787, 27.7789
O, 28.6893, 4.3408, 29.4398
O, 27.7307, 7.8755, 29.8662
O, 23.9841, 13.2145, 27.0909
O, 28.5769, 11.0504, 29.1582
O, 28.3997, 17.3588, 30.6266
O, 27.5847, 14.9117, 30.212
O, 26.3743, 12.1764, 27.3609
O, 28.5755, 7.4256, 18.7265
O, 15.0936, 6.3565, 20.1194
O, 17.1333, 11.1761, 22.0915
O, 28.7946, 9.3904, 20.4159
O, 15.1095, 15.3865, 19.7805
O, 15.6572, 13.0805, 21.0512
O, 18.921, 2.5514, 20.4227
O, 20.9074, 4.755, 29.2176
O, 17.4021, 5.2194, 19.5902
O, 17.4321, 7.6495, 18.6653
O, 18.346, 15.5357, 19.4608
O, 19.1409, 13.645, 21.1256
O, 21.4772, 2.7028, 19.8293
O, 21.3746, 6.2759, 19.2164
O, 22.5899, 13.4923, 20.8864
O, 23.4181, 15.7996, 19.8649
O, 25.3194, 16.5772, 21.4065
O, 25.8758, 3.61, 19.2866
O, 23.9717, 3.2458, 28.2215
O, 27.3951, 5.434, 23.2823
O, 24.7472, 5.6638, 23.0175
O, 26.9087, 12.2735, 20.0813
O, 25.7845, 14.6029, 19.8191
O, 12.5596, 13.8074, 26.405
O, 32.7332, 17.5262, 25.1108
O, 17.0097, 6.6188, 21.8401
O, 31.5182, 4.4488, 21.8316
O, 25.4117, 13.7865, 29.2327
O, 20.2489, 13.0849, 23.415
O, 21.982, 13.3328, 25.4047
O, 30.0255, 11.041, 22.0286
O, 18.5193, 14.0772, 28.012
O, 24.4835, 5.8001, 28.036
O, 21.3718, 16.6228, 24.6135
O, 20.2749, 4.7091, 21.0719
O, 18.847, 6.7696, 25.2119
O, 21.7854, 9.2186, 20.4514
O, 26.6369, 15.6469, 27.8648
O, 22.2874, 4.8457, 23.6246
O, 24.7154, 17.1165, 23.8428
O, 21.0323, 11.0269, 24.8261
O, 7.0994, 6.8843, 21.4323
O, 23.136, 3.8826, 25.8237
O, 23.8995, 3.4064, 22.0274
O, 29.1077, 3.556, 22.4549
O, 27.7643, 3.183, 24.7068
O, 28.0623, 9.5702, 22.9226
O, 26.0571, 10.0077, 21.271
O, 17.7555, 14.0194, 23.3526
O, 25.6964, 12.2927, 22.4623
O, 24.05, 14.7563, 24.8998
O, 19.0699, 9.2996, 24.9311
O, 19.4662, 17.7566, 26.0693
O, 24.3541, 16.9274, 26.3578
O, 30.7186, 10.1288, 27.8746
O, 24.3642, 11.6733, 20.203
O, 22.2261, 15.718, 22.2477
O, 19.0947, 5.8216, 27.6809
O, 31.311, 17.4535, 22.7795
O, 29.2071, 9.6025, 31.2448
O, 30.3205, 8.4215, 22.3829
O, 28.744, 11.407, 26.5855
O, 21.1278, 9.0625, 23.1558
O, 17.6511, 11.7341, 27.4556
O, 21.8785, 17.4143, 27.0943
O, 26.4288, 15.6978, 25.2584
O, 20.2637, 15.4395, 26.7738
O, 10.3871, 9.7672, 24.0615
O, 28.4613, 8.924, 27.5394
O, 16.9307, 8.1412, 23.9535
O, 32.7461, 9.3608, 22.494
O, 16.0258, 7.6748, 28.9649
O, 30.2713, 17.9699, 25.0984
O, 3.2555, 8.945, 25.3173
O, 26.5107, 4.1717, 27.9578
O, 17.9818, 4.3966, 25.7521
O, 17.0681, 8.2174, 26.5102
O, 26.2255, 7.7326, 22.6136
O, 19.6815, 15.5955, 22.8511
O, 26.1081, 7.892, 27.8217
O, 23.5842, 8.2145, 27.4134
O, 32.0029, 17.9249, 27.6689
O, 6.8971, 8.3514, 19.244
O, 32.0704, 7.5326, 24.2123
O, 26.4985, 3.1686, 22.4569
O, 22.7453, 6.4612, 25.6383
O, 15.6022, 12.7197, 23.6812
O, 20.4803, 7.2378, 21.4758
O, 4.1211, 10.6537, 22.0196
O, 25.6805, 10.0685, 23.8604
O, 22.7437, 5.6982, 21.2784
O, 4.9808, 8.343, 21.1004
O, 24.2729, 12.1431, 24.7039
O, 28.084, 13.985, 26.3973
O, 31.1386, 7.9069, 29.2223
O, 6.7021, 10.2106, 21.8062
O, 11.1936, 4.6854, 23.2153
O, 30.8584, 15.5614, 19.526
O, 20.7418, 15.0896, 29.3371
O, 16.9449, 13.6526, 25.8417
O, 32.2259, 13.5919, 25.8419
O, 30.494, 13.4086, 20.9664
O, 6.57, 4.3442, 21.1884
O, 19.8966, 7.0694, 29.9875
O, 6.7875, 11.6553, 30.0084
O, 26.9297, 12.2278, 24.8006
O, 30.9183, 12.9853, 23.5404
O, 5.6452, 8.7519, 26.3718
O, 5.0138, 4.6724, 29.6302
O, 6.6276, 12.9153, 25.5044
O, 5.3308, 8.9017, 23.6745
O, 15.6609, 15.323, 24.3322
O, 11.4377, 15.5303, 24.7756
O, 8.8771, 5.3162, 22.333
O, 19.3269, 9.6907, 21.3717
O, 4.6966, 5.3261, 25.5335
O, 21.3842, 6.9994, 27.8481
O, 21.489, 8.7116, 25.8075
O, 28.5423, 16.6474, 26.4343
O, 26.3311, 5.6989, 20.9013
O, 12.9767, 16.5247, 26.6054
O, 31.9608, 13.9585, 30.7145
O, 13.5235, 3.7149, 22.5397
O, 13.5298, 3.74, 27.0852

Results
total energy: -215108.081 eV
total energy less fixed offsets of O -438.35, Si -107.03 eV per atom: -7.151 eV

Forces (eV/angstrom), in the order of the atoms: element, x, y, z
Si, 0.1264, 0.038, 0.5692
Si, 0.0432, 0.0832, 0.149
Si, 0.2251, -0.1114, 0.6428
Si, -0.0417, -0.0309, 0.0096
Si, 0.0246, 0.0156, 0.0132
Si, -0.2939, -0.0472, 0.588
Si, -0.0587, 0.0212, 0.191
Si, -0.0231, 0.1408, 0.099
Si, 0.278, 0.2053, 0.6087
Si, 0.287, -0.2007, 0.4632
Si, 0.0272, 0.0908, 0.0929
Si, 0.3147, -0.2964, 0.6778
Si, -0.0559, -0.0305, 0.079
Si, -0.4049, -0.1065, 0.4462
Si, -0.1157, -0.0917, 0.0388
Si, -0.2321, 0.038, 0.6976
Si, -0.3795, 0.0579, 0.6145
Si, -0.0338, -0.0369, 0.0383
Si, -0.2252, -0.0582, 0.6313
Si, -0.2253, 0.1432, 0.6936
Si, -0.0209, 0.02, -0.0283
Si, 0.0168, -0.0114, 0.0543
Si, 0.2654, -0.0822, 0.5803
Si, 0.0204, 0.0399, 0.0167
Si, -0.2986, -0.1465, 0.5828
Si, -0.0275, 0.04, 0.0569
Si, 0.0149, -0.0387, -0.0657
Si, -0.0227, 0.0381, -0.01
Si, -0.0078, 0.0126, 0.0131
Si, 0.1567, 0.0038, 0.5853
Si, 0.017, 0.012, 0.0317
Si, -0.0118, -0.0071, 0.0607
Si, 0.018, 0.0081, -0.0595
Si, 0.0061, 0.0011, -0.0947
Si, 0.0225, -0.0184, -0.0691
Si, 0.0094, -0.0382, -0.1006
Si, -0.0217, -0.006, -0.0682
Si, -0.0179, -0.0058, -0.0836
Si, -0.036, -0.0295, -0.0596
Si, 0.0549, 0.0084, 0.0419
Si, -0.0258, -0.0076, -0.0818
Si, 0.005, -0.0202, -0.0875
Si, -0.1611, 0.0459, 0.5984
Si, 0.0325, 0.0161, -0.06
Si, -0.0242, -0.0009, -0.0729
Si, -0.024, 0.0118, -0.0692
Si, -0.0165, 0.0316, -0.0606
Si, -0.0243, -0.0185, -0.0635
Si, 0.0264, 0.0117, -0.0597
Si, -0.0185, 0.007, -0.029
Si, -0.0456, -0.0131, -0.0436
Si, -0.0178, -0.0213, -0.0457
Si, -0.0124, 0.0145, 0.0374
Si, 0.0097, -0.0033, 0.0323
Si, -0.0031, 0.0198, 0.0231
Si, -0.0166, -0.0023, 0.037
Si, -0.0127, -0.0232, -0.0272
Si, 0.0079, 0.0352, -0.0136
Si, 0.0126, -0.0291, -0.0299
Si, -0.0034, -0.0037, -0.0642
Si, 0.0205, 0.001, 0.0272
Si, -0.0039, -0.0007, 0.0242
Si, -0.0095, 0.0255, 0.0251
Si, -0.027, 0.0088, 0.0329
Si, -0.0008, 0.0016, 0.0002
Si, 0.0141, 0.0012, 0.0161
Si, -0.0022, 0.0036, 0.0268
Si, 0.0199, -0.0182, 0.0258
Si, 0.024, 0.0014, -0.0137
Si, -0.0122, 0.0001, -0.0114
Si, 0.0014, 0.0125, -0.0121
Si, -0.0123, -0.0124, -0.0041
Si, -0.0012, 0.006, 0.0325
Si, -0.0164, 0.0197, 0.0024
Si, -0.0017, -0.007, 0.0302
Si, 0.0105, -0.0052, -0.0087
Si, -0.0166, -0.0063, -0.0104
Si, -0.0085, 0.0086, -0.0164
Si, -0.0043, 0.0005, -0.0146
Si, 0.0159, -0.0128, 0.002
Si, 0.0283, 0.0025, 0.0297
Si, 0.039, 0.0012, 0.0263
Si, 0.0137, 0.0018, 0.0194
Si, 0.012, 0.0031, 0.0173
Si, -0.0315, -0.006, 0.017
Si, -0.0371, 0.0108, 0.0243
Si, -0.0149, -0.0033, 0.0336
Si, -0.0372, 0.007, 0.0303
Si, 0.0144, -0.0095, 0.0198
Si, 0.0416, 0.0086, 0.0204
Si, 0.0269, -0.0061, 0.0273
Si, 0.0348, 0.0118, 0.0199
Si, -0.0265, -0.0024, 0.0243
Si, -0.0223, -0.0052, 0.0254
Si, -0.0392, 0.0003, 0.0136
Si, -0.0203, 0.0032, 0.0177
Si, 0.0237, -0.012, -0.0156
Si, 0.0258, 0.0048, -0.0199
Si, -0.0071, -0.0101, -0.0128
Si, 0.0204, 0.008, -0.0024
Si, -0.0206, 0.0001, -0.0197
Si, -0.0066, -0.0084, -0.0101
Si, 0.0075, 0.0051, -0.0109
Si, -0.0012, 0.0178, -0.0294
Si, -0.0065, 0.0124, -0.026
Si, 0.0009, 0.0049, -0.021
Si, -0.0126, -0.027, -0.0221
Si, 0.0049, -0.0073, -0.0289
Si, 0.0272, 0.0083, -0.0243
Si, 0.0068, -0.0181, -0.0164
Si, 0.0124, 0.0126, -0.0144
Si, -0.0069, 0.0105, -0.0311
Si, -0.0214, 0.0078, 0.0878
Si, -0.0239, 0.0308, 0.0186
Si, -0.0045, -0.0017, -0.0064
Si, -0.0181, -0.029, -0.0001
Si, 0.0084, -0.0049, -0.0063
Si, 0.0225, 0.0181, 0.0357
Si, 0.0025, 0.0028, 0.0033
Si, -0.0161, -0.022, 0.0449
Si, -0.0097, -0.019, 0.0461
Si, 0.0068, 0.0217, -0.0185
Si, -0.004, 0.0245, 0.0186
Si, -0.0116, -0.0409, 0.0028
Si, -0.0158, -0.0262, -0.0096
Si, -0.0127, 0.0202, 0.0262
Si, -0.0102, 0.0219, -0.0001
Si, 0.0129, 0.0291, 0.0313
Si, -0.0246, 0.0102, -0.0107
Si, -0.0078, -0.0214, -0.0382
Si, 0.0248, 0.0197, -0.0139
Si, -0.0319, -0.0015, -0.0359
Si, -0.0022, 0.0012, -0.0027
Si, -0.035, 0.0143, -0.0429
Si, -0.0334, -0.0308, -0.0121
Si, 0.0308, 0.0221, -0.0154
Si, 0.0089, 0.0353, -0.024
Si, -0.0139, 0.0095, 0.0364
Si, 0.0274, -0.0484, -0.0567
Si, 0.0041, 0.0225, -0.0604
Si, -0.0089, -0.0141, -0.0376
Si, -0.0006, 0.0078, 0.0385
Si, -0.052, 0.0239, -0.0553
Si, -0.0432, -0.0383, -0.0311
Si, 0.0653, -0.0289, 0.089
Si, 0.0245, -0.0507, 0.0449
Si, 0.0584, -0.0177, -0.013
Si, 0.0275, 0.013, 0.0338
Si, -0.0351, -0.0406, -0.01
Si, 0.0082, 0.0152, 0.0455
Si, 0.599, 0.0229, -0.3164
Si, -0.0243, -0.0076, -0.0134
Si, 0.0559, -0.0399, 0.053
Si, 0.0003, 0.0384, -0.0216
Si, -0.0026, 0.0015, -0.0176
Si, -0.0084, 0.0384, 0.0549
Si, 0.0062, -0.0385, 0.0094
Si, -0.0018, 0.0643, 0.0519
Si, -0.2662, 0.0025, -0.555
Si, -0.0043, -0.0171, 0.0787
Si, -0.0532, 0.0128, -0.0248
Si, 0.0092, 0.0282, 0.0348
Si, -0.0581, -0.1976, -0.6947
Si, -0.3135, 0.1685, -0.7077
Si, 0.0031, -0.0014, -0.0069
Si, -0.0179, 0.0088, -0.0389
Si, -0.0178, 0.0238, 0.0021
Si, 0.3471, 0.03, -0.6683
Si, -0.0259, -0.0299, -0.0447
Si, -0.0159, -0.0153, -0.0823
Si, 0.0951, -0.0793, 0.0268
Si, -0.3868, -0.0593, -0.7713
Si, 0.092, 0.0226, -0.2128
Si, -0.1112, -0.0497, -0.7598
Si, -0.018, -0.0445, 0.1298
Si, 0.0811, -0.0515, -0.0445
Si, 0.0329, 0.0561, -0.1163
Si, 0.2709, -0.134, -0.5263
Si, -0.1088, -0.0107, -0.7645
Si, -0.2304, 0.0526, -0.5903
Si, 0.3284, 0.1772, -0.5396
Si, 0.0432, -0.2271, -0.6787
Si, 0.0345, 0.055, 0.0349
Si, -0.0057, -0.0266, -0.2331
Si, -0.1066, -0.3426, -0.4729
Si, 0.2446, 0.3747, -0.6336
Si, -0.0651, -0.0585, -0.0285
Si, 0.1166, -0.0731, -0.2986
Si, 0.3184, 0.0545, -0.5272
Si, 0.0125, -0.004, -0.0628
Si, -0.0177, 0.071, -0.0839
Si, 0.1679, 0.0955, -0.7727
Si, 0.0253, -0.0477, -0.0231
Si, -0.0333, 0.0207, 0.0694
Si, 0.0089, 0.0289, 0.0325
Si, 0.0226, -0.049, -0.0591
Si, 0.0564, -0.04, 0.0533
Si, -0.0134, -0.0638, -0.096
Si, 0.0767, 0.0174, 0.0161
Si, -0.1205, 0.0569, -0.2114
Si, -0.0647, -0.0425, 0.0043
Si, 0.0907, -0.171, -0.0366
Si, -0.1612, -0.0071, 0.131
Si, 0.0066, 0.0078, 0.0379
Si, -0.0958, 0.072, -0.1528
Si, -0.0032, -0.044, 0.0228
Si, 0.0646, -0.0268, -0.0661
Si, 0.0127, -0.051, -0.0083
Si, 0.0639, -0.0615, 0.0063
Si, 0.3713, 0.2841, 0.5613
Si, -0.0418, 0.0118, -0.0725
Si, 0.0046, -0.0439, -0.0816
Si, 0.0194, 0.2395, -0.0607
Si, 0.0549, -0.005, -0.0568
Si, -0.0792, -0.0466, 0.0577
Si, -0.033, -0.0935, -0.0032
Si, 0.0376, 0.0051, -0.0511
Si, 0.026, 0.0156, 0.1012
Si, -0.0287, 0.0104, 0.0422
Si, 0.0076, 0.0795, 0.0494
Si, -0.1309, 0.0389, 0.0343
Si, 0.0663, -0.0531, -0.071
Si, -0.008, 0.0042, 0.0597
Si, -0.0953, -0.0341, -0.0015
Si, -0.0205, -0.1549, -0.0224
Si, 0.0089, 0.0027, 0.0297
Si, 0.1212, 0.0999, 0.0727
Si, -0.1184, 0.4689, -0.2649
Si, 0.0164, -0.0766, 0.1481
Si, 0.414, 0.5367, -0.4173
Si, -0.2746, -0.6029, 0.2403
Si, 0.057, -0.0558, 0.1324
Si, 0.0787, -0.0252, 0.1319
Si, -0.1602, 0.0116, -0.0418
Si, -0.0309, -0.0426, 0.0674
Si, 0.0443, 0.1475, 0.0595
Si, -0.1077, -0.055, 0.0426
Si, 0.0425, 0.0473, 0.015
Si, 0.3734, -0.5077, 0.1502
Si, -0.1344, 0.0722, 0.0445
Si, 0.186, -0.01, 0.6338
Si, 0.0201, 0.1289, 0.1432
Si, 0.2275, -0.0115, 0.6617
Si, 0.207, -0.1783, 0.669
Si, -0.1808, 0.0046, 0.6667
Si, -0.2975, -0.0797, 0.5883
Si, -0.0278, -0.0241, 0.2111
Si, -0.031, 0.0537, 0.1961
Si, 0.3274, -0.4544, 0.4718
Si, 0.3048, -0.1586, 0.5471
Si, 0.084, 0.0737, 0.1696
Si, 0.1153, 0.3427, 0.5611
Si, -0.0703, -0.0166, 0.088
Si, -0.4067, -0.0764, 0.4321
Si, -0.0768, -0.0861, 0.0613
Si, -0.2485, 0.1078, 0.5754
Si, -0.121, 0.0014, 0.1632
Si, -0.0138, -0.017, 0.0339
Si, -0.2139, -0.0398, 0.6842
Si, -0.2699, 0.0272, 0.706
Si, -0.0445, 0.0205, 0.0031
Si, -0.003, 0.004, 0.0118
Si, 0.2722, -0.0945, 0.6022
Si, 0.0068, -0.0489, 0.0333
Si, -0.231, -0.0743, 0.602
Si, -0.0165, 0.0449, 0.0689
Si, 0.0207, -0.0442, -0.0577
Si, 0.0047, 0.0045, 0.0115
Si, 0.0451, -0.0217, 0.059
Si, 0.175, -0.0201, 0.5882
Si, 0.0296, 0.0263, 0.0155
Si, -0.0716, -0.0565, 0.0512
Si, 0.0407, -0.0106, -0.0756
Si, 0.0136, -0.0031, -0.0983
Si, 0.022, 0.0158, -0.0977
Si, 0.0225, -0.0469, -0.1094
Si, -0.0039, 0.0106, -0.0336
Si, -0.0059, 0.0101, -0.0877
Si, -0.0153, -0.0282, -0.0255
Si, 0.0523, 0.0161, 0.0132
Si, -0.0442, -0.004, -0.0747
Si, 0.0179, -0.0038, -0.098
Si, -0.1808, 0.0261, 0.5929
Si, 0.0019, 0.0345, -0.0436
Si, -0.0184, 0.0466, -0.0748
Si, -0.0327, 0.0102, -0.0786
Si, -0.0128, 0.0114, -0.0127
Si, -0.0311, 0.0063, -0.0743
Si, -0.0094, -0.0187, -0.0488
Si, -0.0212, 0.0091, -0.0532
Si, -0.0271, 0.0041, -0.0233
Si, -0.0192, 0.0042, -0.0174
Si, -0.01, -0.014, 0.0386
Si, 0.0068, -0.0016, 0.0354
Si, 0.0019, 0.0079, 0.0139
Si, -0.0112, 0.0082, 0.0207
Si, -0.016, -0.0536, -0.0486
Si, 0.0011, 0.022, -0.0111
Si, -0.0015, -0.0044, -0.0329
Si, 0.0118, 0.0069, -0.0788
Si, 0.014, -0.0174, 0.0389
Si, -0.0067, -0.0022, 0.0319
Si, -0.0099, 0.0254, 0.0235
Si, -0.0046, 0.0103, 0.0538
Si, 0.0178, -0.0084, 0.0309
Si, 0.0031, 0.0001, 0.0169
Si, 0.0026, 0.0149, 0.0101
Si, 0.0258, 0.0045, 0.0511
Si, 0.0244, -0.0046, 0.0051
Si, -0.0027, 0.0025, -0.0269
Si, 0.0084, 0.015, -0.0112
Si, -0.0026, 0.0004, -0.0112
Si, -0.0066, 0.0018, 0.0384
Si, -0.0064, 0.0326, -0.0093
Si, 0.0016, -0.025, 0.0262
Si, 0.011, -0.0119, -0.0119
Si, -0.0281, -0.0016, -0.0036
Si, 0.0103, 0.0082, -0.0158
Si, -0.0049, -0.0103, -0.0013
Si, 0.0131, -0.0075, -0.022
Si, 0.0149, -0.0005, 0.0261
Si, 0.0381, -0.0048, 0.031
Si, 0.0232, 0.0072, 0.0181
Si, 0.0019, 0.0073, 0.0186
Si, -0.0273, -0.005, 0.0179
Si, -0.0366, 0.0072, 0.029
Si, -0.0172, -0.0128, 0.0343
Si, -0.0353, 0.0033, 0.0188
Si, 0.0196, -0.0078, 0.0124
Si, 0.0437, 0.0069, 0.0215
Si, 0.0279, -0.0045, 0.0257
Si, 0.0352, 0.0119, 0.0134
Si, -0.037, -0.0018, 0.0292
Si, -0.0254, 0.0004, 0.0211
Si, -0.0317, -0.0047, 0.0257
Si, -0.0405, -0.003, 0.0261
Si, 0.0209, 0.0034, -0.0215
Si, 0.0029, 0.0026, -0.0323
Si, 0.0007, 0.0106, -0.0192
Si, 0.0136, 0.0051, -0.0127
Si, -0.0087, -0.0169, -0.0293
Si, -0.0047, 0.0285, -0.007
Si, 0.0083, 0.005, -0.0047
Si, -0.0022, -0.0048, -0.0187
Si, -0.0131, 0.005, -0.0166
Si, 0, 0.0046, -0.0357
Si, -0.0147, -0.0074, -0.0177
Si, -0.0133, -0.0042, -0.0287
Si, 0.0056, 0.0032, -0.0161
Si, -0.009, -0.0142, -0.0114
Si, -0.0004, 0.0197, -0.0284
Si, -0.0029, -0.0031, -0.028
Si, -0.0034, -0.0132, 0.0467
Si, -0.0309, 0.0171, 0.0091
Si, -0.007, -0.008, -0.0016
Si, -0.0324, -0.0089, -0.0104
Si, 0.0132, 0.0014, -0.0022
Si, 0.0171, 0.0073, 0.0299
Si, -0.0053, -0.0037, 0.0178
Si, -0.0185, -0.0193, 0.0307
Si, 0.0036, 0.0193, 0.0499
Si, 0.0225, -0.0499, 0.0153
Si, -0.0016, -0.0053, 0.0194
Si, 0.0501, 0.0313, 0.0048
Si, -0.026, -0.0121, -0.01
Si, -0.023, 0.0242, 0.0049
Si, 0.0211, 0.0153, -0.0177
Si, -0.0148, -0.012, 0.0223
Si, -0.0006, 0.0076, -0.0049
Si, -0.0029, -0.0365, 0.0179
Si, -0.0038, 0.0102, -0.0215
Si, 0.0078, 0.04, -0.0556
Si, 0.0208, -0.0416, 0.0069
Si, -0.0235, 0.0367, -0.0086
Si, -0.0127, 0.012, -0.0262
Si, 0.0187, 0.0187, -0.0279
Si, -0.0352, -0.0171, -0.033
Si, -0.0572, -0.0056, -0.076
Si, 0.0212, -0.0509, -0.032
Si, -0.0143, 0.0163, -0.0454
Si, 0.0377, -0.0152, -0.0065
Si, 0.0363, 0.0578, -0.0548
Si, -0.0778, -0.0153, -0.0642
Si, 0.0113, -0.0337, -0.0304
Si, 0.0813, -0.0096, 0.0215
Si, -0.0013, -0.0316, -0.0146
Si, 0.0633, -0.0212, -0.0216
Si, -0.0061, 0.0212, -0.0001
Si, -0.0694, -0.0397, 0.0413
Si, 0.0619, -0.0928, 0.026
Si, -0.0185, 0.2781, -0.685
Si, 0.0034, 0.021, 0.0258
Si, 0.0353, 0.0045, 0.069
Si, 0.0546, 0.0266, 0.0849
Si, 0.0084, 0.0569, -0.0282
Si, 0.0368, 0.0152, 0.0802
Si, -0.0118, 0.012, -0.0119
Si, -0.028, 0.0395, 0.0686
Si, -0.2233, 0.0916, -0.5286
Si, 0.0356, -0.0347, 0.0718
Si, -0.0548, 0.0305, 0.0088
Si, 0.0024, 0.0282, 0.0019
Si, 0.4749, -0.114, -0.2593
Si, -0.2753, 0.1301, -0.6875
Si, 0.0308, 0.0193, -0.0022
Si, 0.0223, 0.006, -0.0588
Si, -0.0421, 0.0237, -0.0223
Si, 0.3616, 0.0603, -0.6948
Si, 0.0578, -0.0308, -0.0172
Si, -0.0974, -0.0188, 0.0347
Si, -0.0572, -0.0274, -0.0058
Si, 0.2014, 0.0198, -0.6314
Si, -0.0182, -0.4247, -0.2811
Si, -0.0787, -0.1767, -0.72
Si, -0.0073, -0.0573, 0.0972
Si, 0.0364, -0.1279, -0.7023
Si, 0.0375, 0.0187, -0.1115
Si, 0.2744, -0.1456, -0.4643
Si, 0.5459, -0.2141, -0.3445
Si, -0.35, -0.0121, -0.5977
Si, 0.4047, 0.1765, -0.5914
Si, 0.0868, -0.1398, -0.6259
Si, -0.4288, 0.0474, -0.2944
Si, 0.0265, -0.0091, -0.1186
Si, 0.0135, 0.1068, -0.5858
Si, 0.0921, -0.379, -0.5437
Si, 0.022, 0.1241, -0.1416
Si, -0.0203, -0.0356, -0.0229
Si, 0.0742, -0.0122, 0.0636
Si, -0.0118, -0.0806, -0.0571
Si, -0.0157, 0.041, -0.0145
Si, -0.0263, 0.0282, 0.0585
Si, 0.0423, 0.0098, -0.0149
Si, -0.0639, -0.0276, 0.0563
Si, 0.0166, -0.0358, 0.0097
Si, -0.0067, -0.145, -0.113
Si, 0.0983, 0.016, 0.0058
Si, 0.0043, -0.0446, -0.147
Si, 0.0377, 0.0116, -0.0165
Si, 0.043, -0.0793, -0.2091
Si, 0.0262, 0.0487, 0.047
Si, -0.1421, -0.2452, -0.1397
Si, -0.1325, 0.0448, 0.0698
Si, 0.0742, 0.0138, 0.0499
Si, 0.0376, -0.0759, -0.0818
Si, 0.0182, 0.0576, 0.0144
Si, 0.2038, 0.4026, -0.529
Si, 0.1661, -0.0981, 0.0512
Si, 0.0033, -0.0168, -0.0157
Si, 0.0273, 0.0748, 0.1156
Si, -0.0703, -0.0412, -0.0319
Si, -0.0441, 0.0037, -0.0129
Si, 0.0037, 0.0815, -0.0487
Si, 0.0465, -0.0816, -0.0802
Si, -0.1899, -0.0366, 0.0028
Si, -0.105, 0.0045, -0.0389
Si, 0.1024, -0.0018, 0.1148
Si, -0.0647, -0.0417, 0.0443
Si, -0.0205, 0.0662, -0.0158
Si, 0.1163, 0.0503, 0.0511
Si, -0.0128, 0.1364, 0.0061
Si, 0.0223, -0.0193, -0.1092
Si, -0.0168, -0.0387, -0.0233
Si, -0.1502, -0.0177, 0.0156
Si, 0.0276, -0.0146, -0.1013
Si, 0.0076, -0.0524, 0.0535
Si, 0.0567, 0.0308, 0.0005
Si, 0.0618, 0.0234, 0.0627
Si, -0.0035, -0.0715, 0.1691
Si, -0.0733, 0.0241, 0.0015
Si, -0.0629, -0.0805, -0.0882
Si, 0.0869, -0.0089, 0.1425
Si, 0.1028, 0.0063, 0.0647
Si, -0.0474, 0.06, 0.0709
Si, -0.0165, -0.0415, 0.091
Si, 0.0816, 0.0087, 0.1407
Si, -0.0279, -0.0439, -0.0005
Si, -0.0318, 0.0468, 0.1142
Si, -0.0014, 0.027, 0.1265
Si, -0.1891, 0.0252, 0.1104
Si, -0.0082, 0.0027, -0.007
Si, -0.0091, 0.0009, -0.0094
Si, -0.0022, -0.0057, -0.0074
Si, -0.0078, -0.0005, -0.0134
Si, 0.0141, -0.0044, -0.0084
Si, 0.0094, 0.0045, -0.0057
Si, 0.0036, -0.0086, -0.0076
Si, 0.0064, 0.0017, -0.0096
Si, -0.0157, -0.0005, -0.0036
Si, -0.0207, -0.0017, -0.0077
Si, -0.0066, -0.0022, -0.0114
Si, -0.0067, 0.0047, -0.0116
Si, 0.0072, -0.0092, -0.0095
Si, 0.0161, 0.0036, -0.0083
Si, 0.0185, -0.0026, -0.0088
Si, 0.0173, 0.0018, -0.0111
Si, -0.0067, 0.0031, -0.0119
Si, -0.0087, -0.0065, -0.0109
Si, -0.0125, -0.0008, -0.0142
Si, -0.0139, -0.0008, -0.0117
Si, 0.0127, 0.0007, -0.0084
Si, 0.0093, 0.0007, -0.0023
Si, 0.0116, -0.0035, -0.008
Si, 0.0056, 0.0002, -0.0105
Si, -0.0264, -0.0006, -0.0083
Si, -0.018, -0.0075, -0.006
Si, -0.0088, 0.0024, -0.0136
Si, 0.003, 0.0022, -0.012
Si, 0.0054, -0.0078, -0.009
Si, 0.0177, -0.0011, -0.0086
Si, 0.0134, 0.0098, -0.008
Si, 0.0143, -0.0021, -0.0085
Si, -0.0016, -0.0002, 0.0214
Si, -0.0005, 0.0034, 0.0164
Si, 0.0024, 0.0071, 0.0223
Si, 0.0026, -0.0018, 0.0215
Si, -0.0008, 0.0092, 0.0047
Si, -0.0008, 0.0007, 0.0075
Si, -0.003, -0.0027, 0.0024
Si, -0.0014, 0.0025, 0.0011
Si, -0.0045, -0.0064, 0.017
Si, 0.0001, 0.006, 0.0192
Si, -0.006, 0.0003, 0.0241
Si, -0.0039, -0.0016, 0.0158
Si, 0.0053, 0.0001, 0.0008
Si, 0.0034, -0.004, 0.0016
Si, 0.0014, 0.0067, 0.0053
Si, -0.0002, -0.0088, 0.0045
Si, -0.0005, 0.0037, 0.0155
Si, -0.001, 0.0083, 0.0197
Si, 0.0081, -0.0022, 0.0239
Si, 0.0022, -0.0057, 0.0201
Si, -0.0003, 0.0037, 0.0089
Si, -0.002, 0.0011, 0.0051
Si, -0.0031, -0.0104, 0.0016
Si, 0.001, 0.0052, -0.0002
Si, 0.0044, -0.0069, 0.0187
Si, 0.0029, 0.0095, 0.0243
Si, 0.003, -0.0066, 0.0231
Si, -0.0007, -0.0028, 0.0151
Si, 0.0007, 0.0021, 0.0011
Si, 0.0006, -0.003, 0.005
Si, -0.0024, 0.0068, 0.0032
Si, -0.0055, -0.007, 0.0036
Si, 0.0067, 0.0012, -0.0165
Si, 0.0013, -0.0003, -0.0132
Si, -0.0056, 0.0009, -0.0089
Si, -0.0098, -0.0039, -0.0141
Si, 0.0004, -0.0013, -0.0138
Si, -0.001, 0.0024, -0.0148
Si, -0.0007, -0.0026, -0.0185
Si, 0.0031, 0.0024, -0.0163
Si, 0.0002, 0.0039, -0.0096
Si, 0.0019, 0.0011, -0.006
Si, 0.0104, 0.0038, -0.0061
Si, 0.0059, -0.0009, -0.0058
Si, -0.002, 0.0049, -0.0183
Si, -0.001, 0.0017, -0.0175
Si, -0.0004, 0.0024, -0.0142
Si, -0.001, -0.0011, -0.0174
Si, 0.0043, 0.004, -0.0162
Si, -0.0057, 0.0002, -0.0094
Si, -0.0007, 0.0013, -0.0107
Si, -0.0106, -0.0042, -0.0149
Si, -0.0013, 0, -0.0127
Si, 0.004, 0.0027, -0.0148
Si, 0.0054, -0.0046, -0.02
Si, 0.0003, -0.0004, -0.0166
Si, -0.0099, 0.0017, -0.0096
Si, -0.0013, -0.0031, -0.0033
Si, 0.0113, 0.0024, -0.0048
Si, -0.004, -0.0053, -0.0061
Si, -0.0034, 0.0023, -0.0215
Si, 0.0031, 0.0009, -0.0192
Si, 0.0035, -0.0024, -0.0137
Si, 0.0016, -0.0029, -0.0203
Si, 0.0112, -0.0078, 0.0119
Si, 0.0136, 0.0032, 0.0173
Si, 0.0108, 0.0055, 0.017
Si, 0.0109, -0.0006, 0.0125
Si, -0.0178, 0.0038, 0.0179
Si, -0.0168, 0.0021, 0.0176
Si, -0.0103, 0.0013, 0.0149
Si, -0.0122, 0, 0.0117
Si, 0.0024, 0.0008, 0.0132
Si, 0.009, -0.0018, 0.0123
Si, 0.0011, 0.0001, 0.0116
Si, 0.0003, 0.0026, 0.0136
Si, -0.0031, -0.0028, 0.0116
Si, -0.0069, -0.0012, 0.0162
Si, -0.0032, -0.001, 0.0195
Si, -0.0044, 0, 0.0118
Si, 0.0145, -0.0066, 0.0093
Si, 0.02, -0.0018, 0.0167
Si, 0.0119, -0.0012, 0.0189
Si, 0.0051, 0.0041, 0.0149
Si, -0.0198, 0.0016, 0.0158
Si, -0.0114, 0.0018, 0.0147
Si, -0.0108, -0.0033, 0.0135
Si, -0.0128, 0.0015, 0.0132
Si, 0.0046, 0.0002, 0.0164
Si, 0.0063, -0.0049, 0.0143
Si, 0.0014, -0.0024, 0.0146
Si, 0.0021, 0.0034, 0.0178
Si, 0.0036, -0.0032, 0.0133
Si, -0.0024, 0.0041, 0.0196
Si, -0.0034, -0.0013, 0.0195
Si, -0.0028, 0.0021, 0.0145
Si, -0.0165, -0.0008, -0.026
Si, -0.0135, -0.001, -0.0218
Si, -0.0146, -0.0008, -0.0133
Si, -0.0117, 0.004, -0.018
Si, 0.015, 0.0009, -0.0139
Si, 0.0234, 0.0004, -0.0169
Si, 0.0137, -0.0034, -0.0155
Si, 0.007, -0.0015, -0.0154
Si, -0.0049, 0.0003, -0.0089
Si, -0.0128, 0.0051, -0.0106
Si, -0.0126, 0.0002, -0.0114
Si, -0.0022, -0.0031, -0.0095
Si, 0.0106, -0.0009, -0.0149
Si, 0.0116, 0.0018, -0.0121
Si, 0.0106, 0.0052, -0.0092
Si, 0.0078, 0.0043, -0.0126
Si, -0.0129, 0.0008, -0.0224
Si, -0.0237, 0.0029, -0.0202
Si, -0.0129, 0.0011, -0.0124
Si, -0.011, 0.0041, -0.0116
Si, 0.017, 0.0002, -0.0158
Si, 0.0176, 0.0002, -0.0135
Si, 0.0159, -0.0014, -0.0175
Si, 0.0083, -0.0054, -0.016
Si, -0.0106, -0.0008, -0.0119
Si, -0.0114, 0.0063, -0.0112
Si, -0.0081, -0.0045, -0.0131
Si, -0.0032, -0.0053, -0.0106
Si, 0.0038, -0.0038, -0.0155
Si, 0.0054, -0.0003, -0.0146
Si, 0.0108, -0.0013, -0.01
Si, 0.0102, -0.0027, -0.0097
Si, -0.0216, -0.0074, 0.0108
Si, -0.0071, -0.0004, 0.0195
Si, 0.0033, 0.0101, 0.0206
Si, -0.0071, -0.0004, 0.0036
Si, -0.011, 0.006, 0.013
Si, -0.0054, 0.0004, 0.0202
Si, -0.0026, -0.001, 0.0144
Si, -0.0116, 0.0017, 0.0242
Si, 0.0047, -0.0035, 0.0075
Si, 0.0027, 0.0003, 0.0132
Si, 0.0017, 0.002, 0.0168
Si, -0.0006, 0.0025, 0.0093
Si, 0.0039, 0.0041, 0.0053
Si, 0.0197, -0.0044, 0.0157
Si, -0.0013, -0.0067, 0.0198
Si, -0.0045, -0.0008, 0.0227
Si, -0.0285, -0.002, 0.0106
Si, 0.0015, -0.003, 0.0163
Si, 0.0134, 0.0037, 0.0162
Si, 0.0077, 0.0005, 0.0131
Si, -0.0136, 0.0029, 0.0154
Si, -0.0049, -0.0002, 0.0156
Si, -0.0016, -0.0048, 0.0165
Si, -0.0112, 0.0038, 0.0206
Si, 0.0089, -0.003, 0.0191
Si, 0, -0.0022, 0.0139
Si, 0.0025, 0.0029, 0.019
Si, -0.005, 0.0025, 0.0136
Si, 0.0226, 0.0008, 0.0095
Si, 0.0131, -0.0011, 0.0245
Si, 0.0122, 0.0041, 0.0193
Si, 0.0134, 0.0006, 0.0174
Si, 0.0067, -0.0052, -0.0138
Si, 0.0012, 0.0046, -0.0129
Si, -0.0012, 0.0181, -0.0207
Si, 0.0067, -0.0092, -0.0215
Si, -0.0021, 0.0076, -0.0181
Si, 0, 0.0028, -0.0266
Si, -0.0006, -0.0223, -0.0168
Si, 0.0069, 0.0049, -0.0088
Si, 0.0013, -0.003, -0.012
Si, -0.0027, 0.0055, -0.0142
Si, -0.001, 0.0087, -0.0122
Si, 0.0026, -0.0079, -0.0128
Si, -0.0058, 0.0044, -0.0143
Si, -0.0027, -0.002, -0.0151
Si, 0.0111, 0.0018, -0.0087
Si, -0.0048, 0.0218, -0.0115
Si, 0.0119, -0.0158, -0.0126
Si, -0.005, 0.0134, -0.0143
Si, -0.0064, -0.0014, -0.0229
Si, 0.0029, 0.0009, -0.0143
Si, -0.004, 0.0037, -0.0219
Si, 0.0024, 0.0036, -0.0188
Si, -0.0012, -0.0209, -0.0115
Si, 0.0054, 0.0049, -0.0169
Si, -0.004, 0.0042, -0.0195
Si, -0.0067, 0.0002, -0.0214
Si, 0.0003, -0.0046, -0.0118
Si, -0.0009, -0.0003, -0.0074
Si, -0.0064, -0.0141, -0.0162
Si, -0.0031, -0.0025, -0.0168
Si, -0.0029, -0.003, -0.0153
Si, -0.01, 0.0101, -0.0167
Si, -0.0252, -0.0007, 0.0278
Si, -0.015, 0.007, 0.0294
Si, 0.0118, 0.0098, 0.0159
Si, -0.0052, -0.0129, 0.0189
Si, 0.0059, -0.003, 0.015
Si, 0.0243, -0.0056, 0.0243
Si, -0.0047, 0.0067, 0.0135
Si, -0.0207, 0.0013, 0.0159
Si, 0.0053, -0.0059, 0.0032
Si, 0.0034, -0.0092, 0.0035
Si, -0.0078, 0.0105, 0.0053
Si, -0.0017, -0.0002, 0.0055
Si, 0.0073, -0.0126, 0.0065
Si, -0.0048, -0.0095, 0.0068
Si, -0.0333, 0.0169, 0.0188
Si, -0.0167, 0.0057, 0.0052
Si, -0.0315, 0.0012, 0.0142
Si, -0.0023, -0.0064, 0.0197
Si, 0.0021, 0.0048, 0.0196
Si, -0.0153, -0.0002, 0.0143
Si, -0.0062, 0.0007, 0.021
Si, 0.0205, -0.0189, 0.0264
Si, -0.0019, 0.0099, 0.0209
Si, -0.0078, 0.0084, 0.0213
Si, 0.022, -0.0051, 0.0075
Si, 0.0089, -0.0011, 0.0018
Si, 0.0113, 0.0119, 0.0089
Si, 0.0133, -0.0032, 0.005
Si, -0.0058, -0.0088, 0.0067
Si, -0.017, -0.0074, 0.0103
Si, -0.0023, 0.015, 0.0016
Si, 0.0004, -0.0019, 0.001
O, 0.0333, 0.436, -0.1921
O, 0.0144, 0.2608, 0.1701
O, 0.1382, -0.6067, -0.0243
O, -0.1808, 0.2985, -0.0836
O, 0.0632, 0.5117, -0.3361
O, 0.0468, -0.5229, -0.2161
O, -0.1377, -0.6064, 0.2817
O, 0.0651, 0.2255, -0.1619
O, -0.05, -0.1771, 0.4797
O, 0.1154, -0.3161, 0.4132
O, -0.1997, 0.3698, -0.2374
O, -0.0895, 0.4474, -0.0727
O, -0.0151, -0.3781, 0.3752
O, 0.0113, 0.3153, -0.04
O, -0.1107, 0.1117, 0.0675
O, 0.1787, 0.5149, -0.1405
O, -0.1314, -0.5541, 0.0956
O, 0.0057, 0.1654, 0.2149
O, -0.1595, 0.4688, -0.0959
O, 0.0822, 0.4765, 0.0263
O, 0.3976, -0.3526, 0.2806
O, 0.1188, 0.1348, -0.0118
O, -0.2726, 0.0535, 0.2053
O, -0.0637, 0.0468, 0.5356
O, 0.0501, -0.218, 0.2555
O, 0.2151, -0.5833, -0.1093
O, -0.2498, 0.3466, 0.2314
O, -0.1636, 0.2594, 0.3234
O, -0.3406, 0.4351, -0.2127
O, 0.3748, 0.0648, 0.1904
O, 0.0039, 0.1243, 0.019
O, 0.6635, -0.0774, -0.0671
O, 0.3551, 0.0989, -0.5156
O, 0.2988, -0.2898, 0.2984
O, -0.0473, 0.0704, 0.0032
O, 0.2357, 0.4193, 0.1282
O, -0.3237, 0.08, -0.3784
O, 0.4409, 0.1019, 0.2617
O, -0.2888, 0.3308, -0.1597
O, -0.6543, 0.0669, -0.0704
O, -0.1598, 0.0288, 0.1553
O, 0.2101, 0.0433, -0.4728
O, -0.0968, 0.0333, -0.2294
O, -0.1917, -0.0986, -0.1902
O, 0.2139, 0.2454, 0.1553
O, -0.3096, 0.1507, 0.0797
O, 0.1397, -0.0437, -0.029
O, 0.0153, 0.2019, 0.1412
O, 0.0984, -0.422, -0.0959
O, 0.0252, 0.0714, 0.0114
O, -0.1021, 0.1731, -0.3515
O, 0.098, 0.0854, -0.6526
O, 0.2266, 0.4739, 0.1416
O, -0.3892, -0.0868, -0.0171
O, -0.3139, 0.1557, 0.3267
O, -0.2482, 0.1364, -0.2846
O, 0.1538, -0.1821, -0.3669
O, -0.287, -0.0071, -0.1414
O, 0.2533, -0.2781, -0.388
O, -0.0498, -0.4416, 0.1881
O, -0.2827, 0.2461, -0.1814
O, -0.1608, -0.1679, -0.366
O, -0.2715, 0.2984, 0.378
O, 0.3595, 0.2803, 0.0198
O, 0.0516, 0.0614, 0.147
O, -0.0476, 0.3111, 0.2363
O, 0.2835, -0.0672, 0.0564
O, 0.536, -0.6675, 0.1214
O, 0.0075, -0.0927, 0.2649
O, -0.2732, -0.4265, 0.0943
O, -0.1483, -0.6744, -0.0843
O, -0.3864, 0.0033, 0.3659
O, 0.3294, -0.4978, 0.3864
O, -0.4707, -0.2859, 0.3273
O, -0.4662, 0.0063, 0.6187
O, 0.0022, -0.067, 0.1572
O, 0.0374, -0.6487, 0.1804
O, 0.2783, 0.6259, -0.1812
O, -0.1903, -0.2519, 0.3375
O, 0.0242, -0.2879, 0.639
O, 0.0458, 0.1462, 0.5252
O, -0.0389, -0.1074, -0.1572
O, -0.1528, 0.1273, -0.4219
O, -0.2619, -0.029, -0.0741
O, 0.2046, 0.0755, -0.4463
O, 0.4837, 0.1199, 0.021
O, 0.5325, -0.0511, 0.3462
O, -0.0509, -0.3034, 0.2931
O, 0.4638, -0.3774, -0.2001
O, -0.5178, 0.1528, 0.2726
O, -0.0867, 0.1053, 0.4406
O, -0.2431, -0.0107, -0.5179
O, -0.0321, 0.4656, -0.2657
O, -0.1937, -0.3578, -0.2095
O, -0.5442, 0.1971, -0.0945
O, -0.39, -0.0348, -0.0129
O, -0.17, 0.3251, 0.0105
O, -0.0169, 0.1912, 0.1571
O, 0.3866, -0.1437, -0.3468
O, 0.2361, -0.0608, -0.1421
O, -0.3176, 0.2101, 0.0494
O, -0.5018, 0.3102, 0.2921
O, 0.2132, -0.1645, 0.4972
O, 0.0383, -0.149, -0.357
O, -0.0663, 0.1081, -0.0405
O, -0.0796, 0.2001, 0.4439
O, -0.1266, 0.4694, 0.1209
O, 0.5816, -0.1727, 0.1019
O, -0.1166, -0.4128, -0.2361
O, 0.315, 0.2872, 0.5043
O, 0.5323, -0.1967, 0.1067
O, 0.1832, 0.1532, 0.0995
O, 0.0131, 0.2171, -0.5502
O, 0.026, -0.466, -0.3369
O, 0.1227, -0.2933, -0.2502
O, 0.41, 0.0177, 0.3079
O, -0.1998, -0.3874, -0.025
O, 0.2445, 0.3821, -0.2899
O, -0.2352, -0.4449, -0.2539
O, -0.0873, -0.1551, 0.6998
O, 0.0266, -0.3247, -0.4034
O, 0.2182, 0.3467, 0.0435
O, 0.0078, -0.4861, -0.1066
O, -0.2702, 0.3976, 0.0268
O, 0.056, 0.5809, -0.1968
O, 0.0156, 0.5731, -0.1456
O, 0.4067, -0.4483, -0.1479
O, -0.0154, -0.0843, -0.647
O, 0.3798, 0.2549, -0.2201
O, 0.5459, 0.2361, -0.1465
O, 0.3176, 0.4893, -0.3421
O, 0.2013, 0.573, -0.4052
O, -0.0343, 0.4576, 0.0818
O, -0.0261, 0.3357, -0.2369
O, -0.1056, -0.4341, 0.3962
O, 0.1934, 0.461, -0.2273
O, 0.0079, 0.531, -0.3329
O, -0.1177, -0.0367, -0.251
O, 0.0428, -0.5801, 0.1371
O, -0.256, 0.3107, -0.1067
O, -0.2114, 0.5045, -0.4306
O, -0.0423, -0.2383, 0.31
O, -0.1833, -0.3862, 0.2576
O, -0.3258, -0.039, -0.3191
O, -0.1518, 0.4157, 0.0594
O, 0.0594, -0.2326, 0.1723
O, -0.0841, 0.4027, 0.0591
O, -0.2279, 0.4047, 0.1234
O, -0.154, -0.3074, 0.0463
O, -0.1124, 0.0624, 0.1196
O, 0.1618, 0.3228, -0.1075
O, -0.0661, 0.4714, -0.2135
O, 0.5662, -0.607, 0.1874
O, 0.0641, -0.0804, -0.0638
O, -0.328, 0.1284, 0.0582
O, 0.3293, -0.5859, -0.2553
O, -0.0096, 0.6737, 0.1608
O, -0.1342, 0.0469, 0.4951
O, -0.2413, 0.2431, 0.1458
O, -0.2317, -0.1049, 0.389
O, 0.4968, -0.0742, -0.012
O, 0.1369, -0.0137, -0.4813
O, 0.6108, -0.1214, 0.301
O, -0.1194, -0.3279, 0.2053
O, 0.1362, 0.1021, 0.0545
O, 0.348, -0.0931, -0.0608
O, -0.2345, -0.1831, -0.5451
O, 0.2648, 0.2653, 0.4155
O, -0.4204, 0.3545, 0.0803
O, 0.038, 0.0521, -0.1283
O, -0.0494, 0.3812, 0.3449
O, 0.1881, 0.166, -0.339
O, -0.0793, -0.0811, -0.6666
O, 0.5602, 0.1842, -0.0815
O, 0.0394, -0.4166, 0.0181
O, 0.3381, -0.3893, 0.1588
O, 0.0442, 0.1261, 0.1131
O, 0.2469, -0.6254, -0.1273
O, 0.023, 0.418, -0.4057
O, 0.3229, 0.1617, -0.5384
O, 0.2766, 0.227, -0.0961
O, -0.2249, 0.028, -0.0863
O, -0.3324, 0.3616, 0.1183
O, -0.2223, 0.4003, -0.2607
O, -0.3666, 0.1326, -0.3836
O, 0.1272, -0.4371, -0.2879
O, 0.0428, -0.4341, 0.2228
O, -0.4092, -0.0669, -0.0427
O, -0.1964, 0.276, 0.419
O, 0.1421, 0.159, 0.1612
O, -0.2521, -0.1024, 0.0283
O, 0.0369, -0.1941, 0.4695
O, 0.5027, 0.3163, -0.1268
O, -0.1652, -0.0362, 0.2919
O, 0.4088, -0.3491, -0.2153
O, 0.2819, -0.4457, 0.266
O, 0.1206, -0.2313, 0.397
O, -0.4675, -0.2927, -0.0363
O, -0.4038, -0.7393, -0.049
O, 0.4898, -0.0887, 0.1627
O, -0.1545, 0.3802, -0.0486
O, -0.0614, -0.0497, 0.3872
O, -0.379, 0.2092, -0.0978
O, 0.1671, -0.3979, 0.1896
O, 0.0897, -0.2324, 0.2513
O, -0.3062, -0.1531, 0.2767
O, 0.423, 0.3373, 0.3961
O, -0.0335, 0.151, 0.6388
O, 0.5436, -0.3023, -0.0986
O, -0.1644, -0.2029, -0.0205
O, 0.337, 0.0147, 0.2214
O, 0.2821, -0.0564, -0.1103
O, 0.2445, -0.2491, 0.1139
O, 0.3111, 0.198, 0.1758
O, -0.255, 0.0009, 0.3601
O, 0.4258, -0.143, -0.5423
O, -0.2139, 0.1144, -0.0275
O, -0.2143, 0.1997, 0.0453
O, -0.0638, 0.067, 0.3275
O, -0.3987, -0.0649, -0.5487
O, 0.2191, 0.2334, -0.0634
O, -0.3999, 0.1605, 0.1731
O, 0.4769, 0.0789, -0.3295
O, 0.2893, -0.2768, 0.2232
O, -0.0846, 0.174, -0.19
O, -0.5953, -0.271, 0.0068
O, -0.3635, 0.1058, 0.0837
O, 0.5097, 0.0506, 0.0836
O, 0.4597, 0.4511, 0.292
O, 0.3731, -0.1655, -0.1798
O, -0.2321, -0.2841, -0.3691
O, -0.0311, 0.1486, -0.3018
O, -0.2804, -0.1932, 0.0373
O, 0.2362, -0.1034, 0.7246
O, -0.0215, -0.3814, -0.3313
O, 0.0835, 0.1845, -0.0695
O, 0.0286, 0.7208, -0.097
O, -0.2469, 0.0579, -0.5176
O, -0.0699, 0.5356, 0.1283
O, 0.2606, 0.0975, 0.2196
O, 0.1152, -0.2461, 0.267
O, 0.286, 0.4582, -0.1619
O, 0.0694, -0.4706, -0.0511
O, 0.7075, -0.1689, 0.2981
O, -0.4836, 0.0596, 0.0781
O, 0.0968, -0.0979, -0.3283
O, 0.5522, -0.0677, 0.0808
O, -0.3162, -0.3141, 0.1051
O, 0.2552, -0.0387, -0.2412
O, 0.3683, -0.1238, 0.0461
O, -0.5734, -0.1665, -0.1601
O, -0.2594, 0.0547, 0.5627
O, 0.0708, -0.1559, -0.4307
O, 0.2293, -0.6622, -0.1369
O, -0.3066, -0.3757, 0.6364
O, 0.1716, -0.127, -0.3449
O, -0.3894, -0.1045, 0.3103
O, 0.0099, 0.0245, 0.4811
O, -0.2925, -0.0598, -0.2234
O, 0.107, 0.4301, 0.1731
O, -0.3273, 0.2465, -0.2472
O, -0.1743, -0.2462, -0.3818
O, -0.2671, 0.0651, -0.3993
O, -0.0667, -0.2357, 0.1191
O, -0.0345, -0.1436, -0.1504
O, -0.4017, 0.4343, 0.1939
O, 0.0495, 0.4095, -0.34
O, 0.2454, 0.7136, -0.3461
O, -0.3783, -0.2535, -0.2435
O, 0.6337, -0.1068, 0.0296
O, -0.2009, -0.2294, -0.0036
O, -0.0524, -0.0326, -0.4664
O, 0.5955, 0.1613, -0.1804
O, -0.442, -0.3162, 0.2888
O, -0.5409, -0.1337, 0.1286
O, -0.0133, 0.4496, 0.0035
O, -0.1527, -0.3367, 0.3472
O, 0.1515, 0.0539, -0.1076
O, -0.3443, -0.2681, 0.0552
O, -0.2804, -0.554, -0.2062
O, 0.5303, 0.0937, 0.0169
O, -0.3304, -0.102, -0.1664
O, 0.5916, -0.2441, 0.4221
O, -0.2741, 0.1569, 0.2674
O, 0.3782, -0.1081, 0.2875
O, 0.4723, -0.4149, -0.2846
O, -0.3081, 0.0838, 0.2383
O, -0.5435, 0.1639, 0.1239
O, -0.1163, 0.234, 0.1422
O, -0.1323, -0.0354, -0.0446
O, -0.3368, -0.249, 0.1199
O, -0.0534, 0.587, -0.2892
O, 0.4345, 0.0543, -0.5173
O, -0.5093, -0.1665, 0.3201
O, -0.0369, 0.2732, 0.2136
O, -0.2625, -0.1686, -0.2562
O, -0.1295, -0.0154, -0.0135
O, 0.2922, -0.3143, -0.1425
O, -0.1576, 0.0196, 0.1582
O, 0.2715, -0.0146, -0.1114
O, -0.042, -0.5189, 0.102
O, 0.0683, 0.4878, 0.0573
O, -0.0191, -0.1697, -0.0987
O, 0.0546, 0.0313, -0.031
O, 0.189, 0.2945, 0.2531
O, 0.113, -0.0145, 0.2795
O, -0.0087, 0.1999, -0.0655
O, 0.3721, -0.2161, 0.5278
O, 0.5438, 0.0892, -0.4003
O, -0.0027, 0.3285, -0.1336
O, 0.622, 0.0645, -0.0993
